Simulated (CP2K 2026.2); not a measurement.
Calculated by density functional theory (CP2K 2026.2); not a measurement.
Periodic cell of 3024 atoms, Si2160O864, from a study of silicon, its oxide and their interface. The atomic structure is a simulated model.
Doubt: the forces sum to 4.24 eV/angstrom along one axis rather than to zero, so they err by at least 0.0014 eV/angstrom per atom on average; the grid cutoff is modest.

Settings: functional PBE; method Gaussian and plane waves; basis set DZVP-MOLOPT-SR-GTH; pseudopotentials GTH-PBE; grid cutoff 300 Ry, relative cutoff 40 Ry; k points Gamma only; occupations fixed; spin none; net charge 0.

Cell vectors (angstrom)
a 97.92 0 0
b 0 16.32 0
c 0.2694 -0.1422 33.2681

Atoms: element, x, y, z (angstrom)
Si 1.378 -1.588 0.047
Si 4.094 1.374 -0.181
Si 0.883 4.419 0.422
Si 3.676 7.115 0.113
Si 1.6 -6.898 0.341
Si 3.498 -3.803 0.409
Si 6.212 -0.976 -0.13
Si 9.012 1.687 -0.182
Si 7.005 4.205 0.047
Si 9.116 7.361 -0.132
Si 6.699 9.45 -0.088
Si 9.769 12.136 -0.108
Si 12.263 -1.382 -0.215
Si 14.57 1.632 -0.139
Si 12.345 3.863 -0.19
Si 15.119 6.536 -0.057
Si 12.001 9.832 -0.037
Si 14.555 12.721 -0.288
Si 2.531 0.166 1.176
Si 5.27 2.962 1.14
Si 2.53 5.627 1.507
Si 5.276 8.283 1.364
Si 2.513 -5.343 1.8
Si 5.186 -2.512 1.334
Si 7.93 0.067 1.123
Si 10.756 2.723 1.1
Si 8.164 5.712 1.316
Si 10.796 8.279 1.217
Si 7.961 11.095 1.068
Si 10.819 -2.586 1.213
Si 13.453 0.088 1.188
Si 16.249 2.744 1.116
Si 13.473 5.437 1.17
Si 16.293 8.137 1.211
Si 13.58 11.066 1.119
Si 16.241 -2.684 1.093
Si 1.23 1.456 2.695
Si 3.957 4.198 2.662
Si 1.233 6.952 2.904
Si 4.039 9.623 2.865
Si 1.111 -3.981 2.992
Si 3.854 -1.145 2.678
Si 6.635 1.524 2.511
Si 9.509 4.196 2.522
Si 6.691 6.943 2.673
Si 9.374 9.702 2.497
Si 6.661 12.415 2.544
Si 9.365 -1.249 2.489
Si 12.084 1.412 2.544
Si 14.879 4.091 2.525
Si 12.144 6.85 2.508
Si 14.927 9.616 2.442
Si 12.203 12.364 2.55
Si 14.925 -1.265 2.468
Si -0.105 0.138 4.117
Si 2.609 2.827 4.028
Si -0.168 5.553 4.164
Si 2.633 8.292 4.194
Si -0.242 -5.375 4.222
Si 2.579 -2.545 4.115
Si 5.306 0.182 3.962
Si 8.07 2.849 3.857
Si 5.343 5.544 4.007
Si 8.083 8.332 3.945
Si 5.417 11.054 4.046
Si 8.051 -2.594 3.901
Si 10.737 0.07 3.889
Si 13.504 2.758 3.879
Si 10.838 5.517 3.921
Si 13.54 8.247 3.801
Si 10.79 11.003 3.865
Si 13.58 -2.612 3.87
Si 1.393 -1.255 16.236
Si 4.091 1.459 16.158
Si 1.427 4.219 16.223
Si 4.144 6.927 16.213
Si 1.437 -6.658 16.282
Si 4.113 -3.983 16.157
Si 6.841 -1.295 16.124
Si 9.532 1.438 16.044
Si 6.845 4.197 16.141
Si 9.516 6.854 16.04
Si 6.846 9.614 16.122
Si 9.527 -4.007 16.12
Si 12.238 -1.29 16.076
Si 14.955 1.362 16.04
Si 12.24 4.104 16.005
Si 14.968 6.872 15.97
Si 12.222 9.56 16.025
Si 14.969 -4.011 16.007
Si 2.785 0.081 17.55
Si 5.421 2.877 17.455
Si 2.793 5.579 17.588
Si 5.551 8.277 17.538
Si 2.828 -5.291 17.617
Si 5.51 -2.675 17.486
Si 8.195 0.107 17.421
Si 10.929 2.729 17.395
Si 8.26 5.514 17.498
Si 10.853 8.199 17.382
Si 8.193 10.946 17.507
Si 10.886 -2.634 17.452
Si 13.579 0.058 17.457
Si 16.382 2.725 17.295
Si 13.571 5.537 17.268
Si 16.345 8.171 17.351
Si 13.604 10.937 17.3
Si 16.294 -2.707 17.449
Si 1.477 1.484 18.909
Si 4.142 4.205 18.933
Si 1.497 6.975 18.969
Si 4.279 -6.617 18.926
Si 1.518 -3.935 19.05
Si 4.176 -1.329 18.839
Si 6.776 1.476 18.696
Si 9.676 4.099 18.788
Si 6.908 6.876 18.868
Si 9.546 9.526 18.812
Si 6.852 -4.009 18.886
Si 9.564 -1.2 18.808
Si 12.233 1.421 18.853
Si 14.991 4.153 18.458
Si 12.185 6.798 18.689
Si 14.938 9.56 18.617
Si 12.278 -4.071 18.706
Si 14.923 -1.336 18.779
Si 0.181 0.151 20.346
Si 2.822 2.827 20.306
Si 0.083 5.55 20.171
Si 2.929 8.36 20.261
Si 0.227 -5.312 20.461
Si 2.984 -2.629 20.389
Si 5.483 0.117 20.081
Si 8.147 2.809 19.99
Si 5.534 5.553 20.253
Si 8.289 8.176 20.278
Si 5.648 -5.338 20.426
Si 8.155 -2.544 20.124
Si 10.895 0.091 20.312
Si 13.693 2.938 19.895
Si 11.065 5.393 20.218
Si 13.567 8.19 19.9
Si 10.951 10.867 20.076
Si 13.588 -2.727 20.118
Si 1.823 -0.999 21.58
Si 4.011 1.2 21.531
Si 1.184 4 21.506
Si 4.487 7.204 21.555
Si 1.957 -6.391 21.701
Si 4.183 -4.132 21.861
Si 6.957 -0.998 21.474
Si 9.12 1.266 21.38
Si 7.116 4.312 21.446
Si 9.414 6.46 21.441
Si 6.793 -7 21.704
Si 9.732 -3.827 21.209
Si 11.979 -1.696 21.481
Si 15.1 1.74 21.25
Si 12.937 4.513 21.471
Si 14.987 6.805 21.061
Si 12.524 9.652 21.372
Si 14.674 -4.355 21.419
Si 24.237 2.118 -4.743
Si 3.11 5.294 23.533
Si 6.785 4.47 -2.915
Si 10.326 -0.835 25.54
Si 18.746 7.471 -4.341
Si -1.011 7.219 24.47
Si 11.325 3.814 -3.061
Si 1.068 -4.343 25.713
Si 9.665 7.928 -3.045
Si 16.128 -6.084 -7.04
Si 4.162 -2.364 -4.819
Si 12.045 -6.37 -2.902
Si 8.878 -0.167 -4.995
Si 17.888 0.616 26.043
Si 12.951 1.464 -4.237
Si 10.213 1.496 23.968
Si 10.257 6.364 24.382
Si 8.725 -5.608 23.594
Si 2.357 3.108 -1.953
Si 10.459 3.814 25.924
Si -0.495 -0.28 -2.131
Si 7.521 -7.086 -4.622
Si 15.714 7.226 25.721
Si 13.028 2.937 -6.892
Si 7.796 7.65 -6.995
Si 0.16 -5.315 -1.941
Si 16.306 5.761 -4.887
Si 7.813 4.811 -5.611
Si 5.494 -2.245 24.046
Si 11.602 -6.696 24.167
Si 10.705 -3.713 -2.908
Si 15.708 -4.083 -3.226
Si 19.012 -5.393 -7.096
Si 16.069 -1.267 24.33
Si 13.064 2.128 23.398
Si 6.342 -1.571 -6.514
Si 6.174 -2.572 -2.763
Si 9.35 -3.771 25.88
Si 4.01 5.658 -2.643
Si 0.472 1.756 -4.081
Si 13.042 -1.551 24.471
Si 2.906 7.025 -5.096
Si 5.255 3.381 -6.656
Si -1.189 -5.481 -5.701
Si 5.355 2.996 23.607
Si 12.578 7.402 25.836
Si 21.769 -2.411 -5.113
Si 8.216 -4.044 -4.522
Si 2.706 2.043 -6.338
Si 11.27 -0.895 -3.116
Si 14.493 7.157 -3.032
Si 16.221 -4.062 24.063
Si 12.38 -4.364 25.686
Si 2.928 -5.858 -6.793
Si 17.956 -1.691 -0.152
Si 20.315 1.208 -0.21
Si 17.433 4.418 -0.047
Si 20.322 7.063 -0.054
Si 17.926 9.104 -0.159
Si 20.225 12.414 -0.259
Si 22.662 -0.894 -0.2
Si 25.592 1.587 0.143
Si 23.344 3.783 -0.164
Si 25.667 6.802 -0.05
Si 23.589 9.171 -0.034
Si 26.058 12.286 -0.228
Si 28.874 -1.616 -0.354
Si 30.985 1.66 -0.083
Si 28.713 3.821 0.326
Si 31.203 6.911 0.046
Si 28.967 9.177 0.08
Si 31.054 12.358 -0.219
Si 18.966 -0.051 1.194
Si 21.633 2.733 1.073
Si 19.058 5.522 1.219
Si 21.85 8.222 1.26
Si 19.021 10.845 1.034
Si 21.741 -2.678 1.071
Si 24.34 -0.006 1.229
Si 27.159 2.63 1.513
Si 24.417 5.358 1.253
Si 27.267 8.037 1.224
Si 24.682 10.873 1.121
Si 27.357 -2.7 1.14
Si 29.928 -0.054 1.094
Si 32.602 2.67 1.3
Si 29.989 5.424 1.4
Si 32.774 8.079 1.363
Si 29.981 10.898 1.272
Si 32.742 -2.817 1.036
Si 17.606 1.376 2.478
Si 20.388 4.107 2.513
Si 17.668 6.835 2.597
Si 20.419 9.604 2.504
Si 17.606 12.201 2.414
Si 20.384 -1.379 2.526
Si 23.006 1.403 2.547
Si 25.797 4.091 2.697
Si 23.114 6.772 2.6
Si 25.958 9.502 2.552
Si 23.184 12.257 2.387
Si 25.846 -1.39 2.451
Si 28.603 1.208 2.637
Si 31.327 4.035 2.715
Si 28.594 6.776 2.686
Si 31.371 9.514 2.616
Si 28.627 12.268 2.596
Si 31.367 -1.414 2.428
Si 16.265 0.054 3.868
Si 19.002 2.73 3.831
Si 16.266 5.455 3.883
Si 19.054 8.227 3.879
Si 16.286 10.907 3.853
Si 18.979 -2.747 3.809
Si 21.714 -0.002 3.9
Si 24.406 2.705 3.954
Si 21.734 5.433 3.926
Si 24.525 8.165 3.89
Si 21.799 10.952 3.822
Si 24.508 -2.744 3.829
Si 27.182 -0.095 3.929
Si 29.939 2.635 3.978
Si 27.209 5.43 4.009
Si 29.974 8.173 3.974
Si 27.264 10.879 3.933
Si 30.023 -2.713 3.904
Si 17.656 -1.333 16.094
Si 20.403 1.394 16.121
Si 17.736 4.096 15.991
Si 20.427 6.793 16.051
Si 17.653 9.566 16.007
Si 20.362 -4.058 16.084
Si 23.075 -1.295 16.145
Si 25.783 1.4 16.145
Si 23.077 4.095 16.142
Si 25.823 6.813 16.134
Si 23.093 9.533 16.11
Si 25.816 -4.042 16.099
Si 28.483 -1.369 16.114
Si 31.215 1.359 16.137
Si 28.522 4.099 16.184
Si 31.279 6.829 16.194
Si 28.558 9.515 16.139
Si 31.272 -4.129 16.148
Si 19.009 0.044 17.448
Si 21.74 2.733 17.554
Si 19.121 5.379 17.388
Si 21.714 8.17 17.451
Si 18.951 10.919 17.409
Si 21.686 -2.679 17.448
Si 24.414 0.087 17.539
Si 27.128 2.744 17.533
Si 24.432 5.478 17.479
Si 27.167 8.195 17.495
Si 24.492 10.892 17.432
Si 27.112 -2.677 17.509
Si 29.824 -0.006 17.453
Si 32.576 2.721 17.48
Si 29.888 5.497 17.518
Si 32.63 8.147 17.644
Si 29.952 10.823 17.515
Si 32.613 -2.817 17.556
Si 17.686 1.458 18.795
Si 20.403 4.093 18.935
Si 17.751 6.749 18.632
Si 20.232 9.487 18.728
Si 17.608 -4.09 18.847
Si 20.272 -1.373 18.834
Si 23.062 1.402 18.998
Si 25.746 4.131 18.88
Si 23.116 6.876 18.846
Si 25.809 9.551 18.862
Si 23.119 -4.044 18.706
Si 25.767 -1.25 18.897
Si 28.495 1.348 18.857
Si 31.274 4.146 18.837
Si 28.555 6.901 18.873
Si 31.301 9.554 19.04
Si 28.501 -4.136 18.729
Si 31.153 -1.418 18.757
Si 16.245 0.097 20.063
Si 19.02 2.752 20.33
Si 16.342 5.39 19.857
Si 18.958 8.037 20.139
Si 16.232 10.793 20.116
Si 18.847 -2.673 20.265
Si 21.626 -0.046 20.237
Si 24.397 2.834 20.383
Si 21.784 5.519 20.235
Si 24.425 8.279 20.262
Si 21.653 10.909 19.879
Si 24.361 -2.657 20.153
Si 27.139 0.085 20.34
Si 29.861 2.8 20.09
Si 27.134 5.579 20.143
Si 29.893 8.19 20.346
Si 27.229 10.868 20.181
Si 29.793 -2.764 20.064
Si 17.629 -1.02 21.536
Si 20.042 1.009 21.61
Si 17.282 3.924 21.421
Si 20.622 7.059 21.541
Si 17.171 8.978 21.31
Si 20.518 -3.96 21.275
Si 22.685 -1.687 21.537
Si 26.107 1.805 21.628
Si 23.378 4.577 21.691
Si 25.687 6.772 21.562
Si 22.685 9.453 21.348
Si 26.042 -3.794 21.278
Si 28.297 -1.628 21.447
Si 31.364 1.604 21.377
Si 28.348 4.032 21.361
Si 31.41 6.951 21.683
Si 28.798 9.83 21.655
Si 30.866 -4.098 21.66
Si 32.699 7.673 -6.177
Si 17.195 5.154 24.32
Si 21.435 6.784 -2.891
Si 24.738 -1.868 -4.915
Si 30.983 -7.348 -4.009
Si 16.089 3.409 -6.635
Si 21.206 4.037 25.983
Si 13.84 -5.327 -5.136
Si 25.868 -7.239 -6.698
Si 34.392 0.157 23.813
Si 21.504 -3.861 25.643
Si 25.572 2.414 24.576
Si 26.994 2.297 -6.309
Si 31.217 3.552 25.534
Si 27.236 -0.675 -5.899
Si 23.636 4.662 24.642
Si 23.241 0.801 26.047
Si 25.338 -4.119 24.162
Si 20.512 1.654 24.602
Si 19.412 -0.384 -5.056
Si 15.651 1.03 -2.936
Si 23.227 -6.965 -3.026
Si 26.325 -7.433 -3.921
Si 32.216 4.803 -5.355
Si 27.482 -4.776 -2.983
Si 16.745 -6.948 -3.088
Si 26.185 1.396 -2.767
Si 27.609 5.534 -1.924
Si 18.678 -5.502 23.239
Si 27.542 7.951 23.876
Si 28.5 -0.558 -3.374
Si 30.515 -4.486 -3.171
Si 36.843 5.677 -2.808
Si 36.766 -3.404 24.539
Si 28.082 3.484 -3.845
Si 23.408 7.686 25.708
Si 20.26 2.652 -4.538
Si 23.201 -6.045 24.208
Si 28.567 8.041 -2.474
Si 18.367 2.635 -2.33
Si 31.375 0.764 24.219
Si 11.824 6.483 -4.458
Si 17.25 -1.366 -3.12
Si 19.96 6.409 24.553
Si 23.18 -1.803 24.471
Si 26.288 -4.253 -5.622
Si 34.165 4.145 24.561
Si 24.231 -2.492 -2.096
Si 21.958 -4.387 -2.861
Si 22.544 4.016 -3.245
Si 32.548 5.598 -2.409
Si 30.177 -2.032 23.807
Si 27.988 -3.129 25.562
Si 20.357 -7.94 -6.72
Si 34.453 -1.655 -0.131
Si 37.107 1.116 -0.208
Si 33.904 4.018 -0.037
Si 36.438 7.018 0.024
Si 34.343 9.31 0.147
Si 36.698 12.468 0.079
Si 39.348 -1.097 -0.006
Si 42.028 1.461 0.116
Si 39.74 3.622 -0.014
Si 41.934 7.17 -0.214
Si 39.654 9.368 -0.069
Si 42.307 11.928 0.477
Si 45.23 -1.985 -0.254
Si 48.016 0.967 -0.124
Si 45.053 4.142 -0.236
Si 48.215 6.892 -0.146
Si 44.578 9.883 -0.119
Si 47.454 12.098 -0.022
Si 35.497 -0.001 1.16
Si 38.132 2.61 1.313
Si 35.285 5.43 1.287
Si 38.119 8.131 1.234
Si 35.535 10.873 1.363
Si 38.229 -2.678 1.361
Si 40.876 -0.055 1.425
Si 43.73 2.696 1.171
Si 40.897 5.404 1.046
Si 43.579 8.145 1.164
Si 40.758 10.682 1.568
Si 43.701 -2.812 1.399
Si 46.327 -0.224 1.043
Si 49.053 2.71 1.138
Si 46.465 5.564 1.029
Si 49.243 8.127 1.51
Si 46.213 10.773 1.391
Si 49.139 -2.89 1.051
Si 34.073 1.305 2.533
Si 36.733 4.033 2.561
Si 34.059 6.747 2.764
Si 36.858 9.487 2.696
Si 34.044 12.218 2.577
Si 36.801 -1.329 2.654
Si 39.49 1.307 2.738
Si 42.303 4.084 2.495
Si 39.514 6.695 2.52
Si 42.249 9.345 2.743
Si 39.487 12.217 2.753
Si 42.294 -1.427 2.684
Si 45.021 1.219 2.485
Si 47.681 4.069 2.507
Si 45.008 6.774 2.482
Si 47.677 9.434 2.673
Si 44.97 12.144 2.815
Si 47.728 -1.526 2.482
Si 32.697 -0.066 3.872
Si 35.402 2.666 3.943
Si 32.688 5.379 4.073
Si 35.462 8.129 4.032
Si 32.714 10.867 3.98
Si 35.407 -2.736 3.95
Si 38.141 -0.041 4.08
Si 40.931 2.725 3.938
Si 38.142 5.37 3.921
Si 40.861 7.98 4.015
Si 38.152 10.843 4.09
Si 40.918 -2.781 4.052
Si 43.656 -0.034 3.976
Si 46.349 2.636 3.875
Si 43.652 5.401 3.9
Si 46.315 8.057 3.99
Si 43.574 10.762 4.092
Si 46.408 -2.789 4.025
Si 33.967 -1.446 16.187
Si 36.687 1.285 16.186
Si 33.975 4.058 16.168
Si 36.689 6.755 16.229
Si 33.979 9.444 16.21
Si 36.684 -4.162 16.254
Si 39.425 -1.489 16.221
Si 42.153 1.269 16.3
Si 39.42 3.971 16.208
Si 42.141 6.689 16.263
Si 39.331 9.4 16.234
Si 42.136 -4.18 16.259
Si 44.891 -1.44 16.333
Si 47.61 1.245 16.423
Si 44.858 3.969 16.351
Si 47.604 6.708 16.407
Si 44.869 9.41 16.309
Si 47.612 -4.143 16.352
Si 35.311 -0.073 17.523
Si 38.036 2.635 17.557
Si 35.304 5.417 17.562
Si 38.013 8.048 17.692
Si 35.312 10.775 17.602
Si 38.056 -2.813 17.614
Si 40.755 -0.128 17.583
Si 43.505 2.599 17.724
Si 40.769 5.301 17.583
Si 43.479 8.044 17.645
Si 40.651 10.81 17.527
Si 43.498 -2.816 17.63
Si 46.276 -0.158 17.777
Si 48.908 2.631 17.849
Si 46.193 5.354 17.719
Si 48.959 8.048 17.828
Si 46.224 10.81 17.636
Si 48.934 -2.837 17.828
Si 33.875 1.29 18.798
Si 36.662 4.032 18.871
Si 33.993 6.756 19.008
Si 36.646 9.471 19.054
Si 33.904 -4.25 18.974
Si 36.668 -1.422 18.905
Si 39.355 1.222 18.9
Si 42.081 3.983 19.023
Si 39.364 6.543 18.983
Si 41.939 9.389 18.808
Si 39.39 -4.188 19.023
Si 42.117 -1.465 18.961
Si 44.926 1.247 19.079
Si 47.509 4.053 19.17
Si 44.837 6.714 19.073
Si 47.575 9.528 19.052
Si 44.828 -4.207 18.99
Si 47.535 -1.568 19.268
Si 32.42 -0.06 20.119
Si 35.225 2.717 20.112
Si 32.59 5.416 20.35
Si 35.311 8.102 20.452
Si 32.602 10.897 20.596
Si 35.311 -2.896 20.189
Si 37.961 -0.012 20.328
Si 40.728 2.488 20.272
Si 38 5.174 20.409
Si 40.706 7.98 20.231
Si 38.029 10.795 20.463
Si 40.756 -2.783 20.36
Si 43.575 -0.217 20.307
Si 46.164 2.677 20.54
Si 43.423 5.348 20.422
Si 46.131 8.253 20.349
Si 43.208 10.824 20.08
Si 46.15 -3.053 20.594
Si 34.057 -1.266 21.294
Si 36.091 1.035 21.442
Si 33.713 3.724 21.543
Si 36.957 6.895 21.662
Si 33.705 9.151 21.907
Si 36.905 -3.792 21.643
Si 39.171 -1.555 21.565
Si 42.379 1.347 21.498
Si 39.178 3.489 21.703
Si 42.239 6.94 21.678
Si 39.215 9.095 21.611
Si 42.277 -3.996 21.684
Si 44.553 -1.807 21.781
Si 47.685 1.489 21.874
Si 44.451 3.754 21.811
Si 47.72 7.236 21.718
Si 44.281 9.303 21.398
Si 47.499 -4.468 22.049
Si 48.269 -7.01 26.016
Si 36.11 6.413 24.629
Si 34.699 3.125 -6.126
Si 40.605 -1.539 -7.114
Si -47.88 7.564 -6.937
Si 29.617 5.596 23.825
Si 37.832 3.119 -5.427
Si 36.703 -0.512 25.428
Si 40.958 5.12 23.828
Si -43.514 -3.523 -5.788
Si 39.189 0.476 -5.471
Si 43.495 -7.379 25.351
Si 43.351 1.233 -2.42
Si -48.11 5.096 24.713
Si 45.298 -3.848 26.097
Si 40.764 0.025 23.785
Si 43.701 3.922 24.662
Si 37.464 -4.361 -4.967
Si 38.59 4.758 25.624
Si 39.105 4.105 -2.993
Si 30.614 1.644 -3.15
Si 38.565 -4.957 -2.244
Si 47.636 -5.817 -4.521
Si 44.509 1.323 26.108
Si 44.857 -5.593 -3.006
Si 33.071 -3.84 -4.289
Si 46.076 3.095 -5.187
Si 43.6 5.926 -2.309
Si 34.84 -4.603 -6.58
Si 45.422 -5.7 23.792
Si 42.213 1.252 -5.103
Si 43.414 -5.52 -5.491
Si -43.555 5.15 -2.032
Si 48.66 -2.343 24.193
Si 44.385 6.419 -7.062
Si 39.414 -4.433 25.766
Si 34.353 -1.199 -3.187
Si 41.125 -6.025 23.847
Si 45.642 6.147 -4.349
Si 35.605 2.774 -2.099
Si 46.24 -0.3 24.035
Si 34.699 7.415 -3.85
Si 33.454 1.453 -4.138
Si 34.524 -7.38 24.962
Si 38.477 1.912 24.196
Si 43.716 -2.641 -2.814
Si 48.767 3.622 -6.014
Si 40.784 -2.934 -1.859
Si 37.017 -1.175 -4.759
Si 42.184 3.718 -3.617
Si -46.817 2.171 -5.049
Si 47.898 -3.96 -6.802
Si 42.954 -2.643 -5.589
Si 33.53 -6.561 -2.694
Si 50.382 -1.164 -0.139
Si 53.464 0.972 -0.015
Si 50.195 4.417 -0.091
Si 52.964 6.927 0.171
Si 50.816 9.191 0.125
Si 53.328 12.183 -0.002
Si 55.673 -1.288 -0.006
Si -39.576 1.532 0.143
Si 56.153 3.743 0.146
Si -39.396 6.749 0.311
Si 56.352 8.99 0.097
Si -38.952 11.611 0.163
Si -36.168 -1.821 0.135
Si -34.149 1.397 0.377
Si -36.304 3.738 0.101
Si -34.517 7.366 0.017
Si -36.755 9.467 0.48
Si -34.102 12.135 0.18
Si 51.863 -0.104 1.338
Si 54.545 2.553 1.362
Si 51.745 5.375 1.414
Si 54.603 8.054 1.384
Si 51.855 10.892 1.316
Si 54.603 -2.822 1.428
Si -40.716 -0.111 1.36
Si -37.971 2.653 1.422
Si -40.666 5.255 1.548
Si -38.031 7.995 1.713
Si -40.588 10.614 1.501
Si -37.912 -2.914 1.325
Si -35.269 -0.221 1.597
Si -32.581 2.618 1.576
Si -35.325 5.497 1.343
Si -32.689 8.195 1.362
Si -35.311 10.809 1.667
Si -32.601 -2.993 1.578
Si 50.439 1.344 2.578
Si 53.131 3.938 2.676
Si 50.471 6.699 2.865
Si 53.228 9.489 2.688
Si 50.394 12.162 2.621
Si 53.14 -1.506 2.745
Si -42.065 1.209 2.79
Si -39.298 3.936 2.886
Si -42.079 6.651 2.818
Si -39.386 9.346 3.02
Si -41.975 12.09 2.748
Si -39.323 -1.511 2.665
Si -36.695 1.216 2.813
Si -33.972 4.103 2.776
Si -36.638 6.625 2.93
Si -33.912 9.447 2.924
Si -36.676 12.193 2.928
Si -33.892 -1.53 2.936
Si 49.045 -0.092 3.889
Si 51.76 2.614 4.053
Si 49.016 5.31 4.05
Si 51.856 8.118 4.102
Si 49.038 10.815 4.017
Si 51.731 -2.84 4.06
Si -43.453 -0.133 4.129
Si -40.722 2.571 4.172
Si -43.473 5.294 4.114
Si -40.787 7.99 4.271
Si -43.399 10.797 4.128
Si -40.67 -2.831 4.106
Si -38.059 -0.139 4.147
Si -35.33 2.654 4.125
Si -38.015 5.306 4.278
Si -35.291 8.05 4.234
Si -38.019 10.787 4.266
Si -35.315 -2.807 4.29
Si 50.269 -1.469 16.429
Si 53.018 1.242 16.466
Si 50.297 3.97 16.473
Si 53.014 6.664 16.46
Si 50.327 9.403 16.462
Si 53 -4.243 16.429
Si -42.191 -1.491 16.446
Si -39.442 1.268 16.402
Si -42.165 3.957 16.462
Si -39.413 6.69 16.413
Si -42.195 9.347 16.392
Si -39.4 -4.188 16.397
Si -36.661 -1.431 16.389
Si -33.931 1.301 16.475
Si -36.688 3.975 16.426
Si -33.985 6.723 16.429
Si -36.695 9.435 16.446
Si -33.942 -4.123 16.4
Si 51.61 -0.112 17.804
Si 54.375 2.607 17.845
Si 51.656 5.322 17.865
Si 54.376 8.013 17.826
Si 51.695 10.729 17.882
Si 54.362 -2.904 17.78
Si -40.822 -0.076 17.75
Si -38.042 2.591 17.762
Si -40.737 5.31 17.776
Si -38.03 8.015 17.794
Si -40.762 10.687 17.66
Si -38.044 -2.764 17.723
Si -35.229 -0.157 17.778
Si -32.596 2.671 17.892
Si -35.32 5.337 17.786
Si -32.585 8.069 17.759
Si -35.306 10.862 17.729
Si -32.636 -2.788 17.856
Si 50.249 1.238 19.224
Si 52.989 3.925 19.249
Si 50.304 6.682 19.264
Si 53.061 9.345 19.291
Si 50.313 -4.184 19.208
Si 52.956 -1.537 19.114
Si 55.789 1.267 19.177
Si -39.321 3.996 19.152
Si 55.775 6.618 19.122
Si -39.426 9.381 19.081
Si 55.798 -4.344 19.01
Si -39.442 -1.424 19.062
Si -36.619 1.194 19.026
Si -33.964 4.085 19.248
Si -36.642 6.672 19.174
Si -33.891 9.518 19.024
Si -36.619 -4.042 19.076
Si -33.969 -1.492 19.314
Si 48.884 -0.146 20.622
Si 51.581 2.616 20.662
Si 48.827 5.404 20.616
Si 51.676 7.985 20.718
Si 48.958 10.77 20.549
Si 51.661 -2.876 20.63
Si 54.341 -0.146 20.389
Si 57.211 2.651 20.5
Si 54.443 5.243 20.547
Si 57.216 7.936 20.448
Si 54.618 10.641 20.555
Si 57.111 -2.914 20.265
Si -37.978 -0.118 20.38
Si -35.28 2.523 20.4
Si -37.86 5.246 20.618
Si -35.212 8.138 20.326
Si -38.014 10.849 20.233
Si -35.404 -2.778 20.743
Si 50.5 -1.254 21.984
Si 52.788 0.92 21.797
Si 49.897 3.751 21.967
Si 53.325 6.751 21.937
Si 50.126 9.289 21.97
Si 53.402 -4.087 21.724
Si 55.503 -1.822 21.516
Si 58.957 1.566 21.607
Si 56.075 4.175 21.887
Si 58.359 6.354 21.767
Si 55.69 8.897 21.931
Si 58.695 -4.024 21.553
Si -37.164 -1.663 21.978
Si -33.756 1.364 21.729
Si -36.615 3.642 21.933
Si -33.827 7.331 22.056
Si -36.49 9.648 21.471
Si -34.291 -4.503 21.939
Si -31.719 -7.147 -4.378
Si -44.388 -7.255 26.045
Si -41.488 6.122 -4.002
Si -45.783 -0.198 -6.457
Si -34.005 -3.817 24.99
Si 47.172 6.792 24.502
Si -38.595 1.006 -2.738
Si -43.527 -0.929 -4.427
Si -36.487 -5.443 25.267
Si -29.522 -1.121 -4.026
Si -40.965 0.835 -4.693
Si -34.634 4.131 24.514
Si -38.614 -3.308 -3.872
Si -31.582 4.64 24.72
Si -36.803 -1.423 -2.793
Si -44.225 6.294 24.886
Si -37.147 -0.285 24.909
Si -41.762 -1.272 24.328
Si -42.028 3.71 -5.712
Si -44.993 4.494 -5.898
Si 46.236 2.108 -2.279
Si -45.029 -6.919 -4.065
Si -30.139 -5.625 24.544
Si -39.192 -1.451 -6.144
Si -41.9 8.143 24.849
Si 48.567 -6.714 -1.758
Si -36.974 3.68 -2.952
Si -38.78 6.017 -2.574
Si -46.049 -5.381 24.115
Si -39.109 -5.496 24.121
Si -33.949 -1.339 -4.201
Si -32.97 -1.194 26.027
Si -27.998 5.89 -2.924
Si -30.407 -2.393 24.9
Si -35.373 6.114 -6.389
Si -41.864 3 24.756
Si -45.77 2.951 -2.147
Si -38.095 8.057 23.752
Si -37.722 7.473 -4.845
Si 48.643 6.291 -4.677
Si -34.399 0.999 24.677
Si -46.464 6.929 -4.461
Si -45.628 -2.189 -2.357
Si -46.176 -3.142 -7.089
Si -43.964 0.819 24.623
Si -38.368 -6.06 -5.363
Si -31.747 3.665 -5.651
Si -40.938 -3.417 -2.017
Si -42.921 -5.764 -2.006
Si -40.379 8.102 -5.91
Si -33.003 5.737 -1.829
Si -31.743 -3.317 -4.03
Si -40.919 -3.724 25.893
Si -46.01 -4.323 -4.435
Si -31.139 -1.791 0.256
Si -28.535 1.223 0.575
Si -31.499 4.091 0.114
Si -28.768 6.935 0.038
Si -30.856 9.281 0.32
Si -28.824 12.427 0.198
Si -26.24 -0.934 0.011
Si -23.394 1.61 0.174
Si -25.755 3.711 0.397
Si -23.501 6.969 -0.02
Si -25.641 9.259 0.168
Si -22.868 12.042 0.135
Si -20.33 -1.368 -0.117
Si -17.859 1.704 0.212
Si -20.039 3.943 0.228
Si -17.486 6.694 0.39
Si -20.731 9.727 0.087
Si -17.064 11.798 0.293
Si -30.066 -0.148 1.604
Si -27.243 2.668 1.82
Si -29.941 5.365 1.367
Si -27.191 8.056 1.443
Si -29.767 10.818 1.655
Si -27.184 -2.695 1.351
Si -24.514 -0.033 1.4
Si -21.715 2.738 1.379
Si -24.548 5.431 1.438
Si -21.858 8.102 1.35
Si -24.458 10.861 1.42
Si -21.693 -2.665 1.379
Si -18.985 -0.034 1.358
Si -16.225 2.913 1.382
Si -18.994 5.461 1.648
Si -16.375 8.171 1.818
Si -18.992 10.841 1.354
Si -16.266 -2.837 1.717
Si -31.298 1.27 2.966
Si -28.64 4.12 2.921
Si -31.334 6.745 2.725
Si -28.418 9.439 2.908
Si -31.225 12.077 2.975
Si -28.542 -1.44 2.859
Si -25.793 1.256 2.955
Si -23.091 4.093 2.764
Si -25.863 6.749 2.856
Si -23.125 9.487 2.803
Si -25.827 12.247 2.735
Si -23.124 -1.383 2.746
Si -20.394 1.315 2.746
Si -17.59 4.113 2.923
Si -20.468 6.841 2.817
Si -17.806 9.572 2.96
Si -20.31 12.28 2.736
Si -17.684 -1.345 2.829
Si -32.627 -0.1 4.297
Si -29.925 2.674 4.254
Si -32.615 5.396 4.187
Si -29.923 8.09 4.14
Si -32.602 10.772 4.323
Si -29.875 -2.801 4.244
Si -27.196 -0.088 4.248
Si -24.42 2.713 4.178
Si -27.22 5.431 4.242
Si -24.482 8.14 4.183
Si -27.107 10.87 4.198
Si -24.463 -2.746 4.13
Si -21.775 -0.001 4.132
Si -19.029 2.697 4.153
Si -21.776 5.443 4.177
Si -19.138 8.177 4.255
Si -21.717 10.893 4.106
Si -19.041 -2.689 4.197
Si -31.294 -1.416 16.463
Si -28.57 1.294 16.4
Si -31.281 4.011 16.463
Si -28.599 6.747 16.452
Si -31.259 9.457 16.405
Si -28.591 -4.106 16.405
Si -25.867 -1.384 16.381
Si -23.128 1.373 16.383
Si -25.867 4.077 16.389
Si -23.131 6.769 16.339
Si -25.879 9.491 16.365
Si -23.15 -4.1 16.329
Si -20.385 -1.286 16.373
Si -17.657 1.455 16.42
Si -20.416 4.133 16.412
Si -17.681 6.883 16.48
Si -20.424 9.511 16.383
Si -17.607 -3.98 16.431
Si -29.899 -0.074 17.79
Si -27.242 2.705 17.713
Si -29.979 5.399 17.844
Si -27.241 8.155 17.748
Si -29.966 10.873 17.768
Si -27.215 -2.755 17.743
Si -24.518 0.009 17.701
Si -21.756 2.724 17.734
Si -24.486 5.443 17.714
Si -21.8 8.105 17.715
Si -24.474 10.818 17.682
Si -21.831 -2.656 17.604
Si -19.009 0.078 17.73
Si -16.362 2.797 17.863
Si -19.109 5.539 17.789
Si -16.328 8.261 17.861
Si -19.032 10.932 17.623
Si -16.254 -2.632 17.87
Si -31.223 1.246 19.212
Si -28.606 3.992 19.121
Si -31.357 6.72 19.27
Si -28.64 9.504 19.092
Si -31.255 -4.106 19.23
Si -28.538 -1.418 19.164
Si -25.85 1.4 19.04
Si -23.126 4.078 19.059
Si -25.837 6.815 19.064
Si -23.181 9.409 19.05
Si -25.835 -4.167 19.005
Si -23.174 -1.367 19.023
Si -20.384 1.378 19.095
Si -17.806 4.166 19.137
Si -20.473 6.865 19.194
Si -17.759 9.672 19.109
Si -20.456 -4.034 18.836
Si -17.652 -1.222 19.121
Si -32.474 -0.213 20.628
Si -29.905 2.666 20.584
Si -32.74 5.463 20.82
Si -29.964 8.16 20.507
Si -32.651 10.851 20.531
Si -29.808 -2.846 20.618
Si -27.188 0.096 20.405
Si -24.479 2.7 20.405
Si -27.175 5.366 20.323
Si -24.528 8.148 20.542
Si -27.172 10.796 20.372
Si -24.537 -2.766 20.344
Si -21.777 -0.026 20.352
Si -19.166 2.813 20.522
Si -21.838 5.429 20.49
Si -19.174 8.367 20.485
Si -21.75 10.849 20.131
Si -19.13 -2.651 20.166
Si -30.765 -1.224 21.997
Si -28.658 1.159 21.912
Si -31.589 3.673 21.89
Si -28.38 6.86 21.604
Si -31.446 9.384 21.889
Si -28.023 -3.898 21.802
Si -26.014 -1.482 21.595
Si -22.933 1.48 21.667
Si -25.642 4.25 21.694
Si -23.456 6.495 21.782
Si -26.252 9.172 21.786
Si -22.986 -4.08 21.45
Si -20.739 -1.742 21.544
Si -17.675 1.688 21.903
Si -20.835 3.816 21.871
Si -17.629 7.164 21.688
Si -20.236 10.077 21.737
Si -18.054 -3.999 21.655
Si -14.184 5.928 -6.361
Si -28.816 5.545 24.377
Si -27.04 -0.025 -2.662
Si -21.61 -2.334 24.108
Si -15.758 -4.182 -4.556
Si -35.441 7.95 24.79
Si -27.301 2.885 24.086
Si -39.725 0.876 24.339
Si -24.988 -4.62 -3.899
Si -16.399 -1.153 -4.462
Si -25.151 3.261 26.022
Si -22.857 6.322 -3.051
Si -24.289 3.817 -4.372
Si -14.933 2.18 25.961
Si -19.972 -3.066 -2.647
Si -24.062 -0.624 23.704
Si -20.372 4.695 -2.701
Si -26.909 -4.547 -6.323
Si -23.083 6.738 24.732
Si -26.629 3.203 -2.46
Si -32.492 0.011 -1.844
Si -26.605 7.607 -4.953
Si -17.768 -4.989 -2.391
Si -24.066 1.007 -6.98
Si -26.75 0.57 -5.532
Si -32.259 -5.553 -1.969
Si -17.769 7.804 -4.51
Si -18.821 -7.783 -1.837
Si -32.151 -5.187 -6.398
Si -20.802 4.832 24.856
Si -16.204 0.055 -1.785
Si -21.311 -0.318 -6.994
Si -8.29 3.864 -6.421
Si -17.077 -2.079 24.058
Si -18.467 6.586 24.589
Si -28.126 -1.765 -6.668
Si -30.232 2.207 -1.852
Si -27.238 -5.699 24.191
Si -18.884 -6.976 -7.02
Si -34.236 4.277 -4.303
Si -16.011 4.685 24.827
Si -30.94 6.265 -3.951
Si -29.5 1.754 -4.749
Si -28.607 -6.436 -4.613
Si -25.972 6.133 25.554
Si -22.114 -6.998 -7.02
Si -9.869 4.294 24.615
Si -23.046 -2.846 -2.57
Si -22.22 0.099 -2.159
Si -23.814 -7.317 -4.405
Si -14.718 7.779 -4.029
Si -22.044 -5.318 23.878
Si -21.564 2.258 -4.208
Si -27.222 -5.416 -2.049
Si -14.836 -1.649 0.37
Si -12.092 1.238 0.001
Si -15.139 4.704 0.152
Si -12.829 7.421 0.3
Si -14.925 9.591 0.74
Si -12.589 12.6 0.337
Si -9.906 -1.009 0.12
Si -7.215 1.797 -0.058
Si -9.477 4.013 0.078
Si -7.143 7.246 0.032
Si -9.443 -6.917 0.014
Si -6.755 -4.215 0.131
Si -3.86 -1.582 0.016
Si -1.651 1.623 0.137
Si -3.883 3.829 -0.014
Si -1.159 6.666 0.133
Si -4.516 -6.403 0.137
Si -1.507 -3.755 0.103
Si -13.634 0.086 1.409
Si -11.009 2.824 1.395
Si -13.725 5.73 1.674
Si -10.985 8.325 1.425
Si -13.547 11.055 1.825
Si -10.997 -2.531 1.541
Si -8.268 0.168 1.316
Si -5.561 2.819 1.301
Si -8.267 5.601 1.323
Si -5.627 8.336 1.454
Si -8.316 -5.367 1.423
Si -5.541 -2.605 1.324
Si -2.859 0.063 1.388
Si -0.286 2.838 1.6
Si -2.862 5.531 1.302
Si -0.073 8.245 1.474
Si -2.792 -5.332 1.322
Si -0.094 -2.617 1.542
Si -14.962 1.474 2.761
Si -12.32 4.207 2.794
Si -15.019 6.891 3.174
Si -12.157 9.639 2.988
Si -14.96 12.282 3.175
Si -12.328 -1.2 2.911
Si -9.609 1.49 2.771
Si -6.876 4.237 2.685
Si -9.645 6.891 2.752
Si -6.966 -6.674 2.85
Si -9.611 12.36 2.795
Si -6.897 -1.215 2.674
Si -4.262 1.432 2.715
Si -1.63 4.229 2.861
Si -4.219 6.904 2.682
Si -1.506 -6.705 2.733
Si -4.165 -3.96 2.718
Si -1.479 -1.219 2.8
Si -16.319 0.081 4.141
Si -13.634 2.815 4.178
Si -16.357 5.456 4.393
Si -13.572 8.295 4.34
Si -16.398 10.89 4.352
Si -13.605 -2.571 4.351
Si -10.917 0.141 4.207
Si -8.225 2.867 4.091
Si -10.94 5.532 4.171
Si -8.295 8.246 4.17
Si -10.853 11.028 4.295
Si -8.215 -2.586 4.097
Si -5.578 0.102 4.113
Si -2.947 2.81 4.143
Si -5.546 5.562 4.098
Si -2.864 8.252 4.079
Si -5.538 -5.298 4.122
Si -2.849 -2.602 4.126
Si -14.921 -1.252 16.519
Si -12.25 1.466 16.586
Si -14.96 4.173 16.544
Si -12.207 6.903 16.548
Si -14.947 9.632 16.522
Si -12.2 -3.954 16.552
Si -9.514 -1.246 16.548
Si -6.803 1.427 16.459
Si -9.553 4.214 16.51
Si -6.796 6.938 16.456
Si -9.504 9.665 16.545
Si -6.767 -3.932 16.48
Si -4.06 -1.215 16.382
Si -1.343 1.465 16.305
Si -4.058 4.206 16.35
Si -1.291 6.952 16.29
Si -4.023 9.698 16.37
Si -1.265 -3.947 16.329
Si -13.615 0.096 17.969
Si -10.912 2.886 17.93
Si -13.585 5.542 17.909
Si -10.843 8.277 17.922
Si -13.59 11.018 17.891
Si -10.84 -2.602 17.96
Si -8.153 0.109 17.919
Si -5.358 2.779 17.705
Si -8.157 5.57 17.834
Si -5.422 8.384 17.72
Si -8.097 -5.287 17.886
Si -5.425 -2.504 17.799
Si -2.669 0.115 17.73
Si 0.094 2.829 17.551
Si -2.676 5.621 17.626
Si 0.087 -8.012 17.648
Si -2.583 -5.305 17.708
Si 0.112 -2.591 17.688
Si -15.032 1.477 19.309
Si -12.275 4.216 19.37
Si -14.946 6.912 19.244
Si -12.243 9.662 19.248
Si -14.899 -3.949 19.323
Si -12.245 -1.288 19.355
Si -9.533 1.522 19.247
Si -6.729 4.116 19.013
Si -9.427 6.951 19.301
Si -6.708 9.678 19.23
Si -9.378 -3.91 19.308
Si -6.755 -1.207 19.333
Si -4.032 1.446 19.129
Si -1.278 4.199 18.85
Si -3.987 7.069 18.969
Si -1.194 -6.659 19.094
Si -3.933 -3.864 18.974
Si -1.231 -1.207 19.05
Si -16.423 0.077 20.664
Si -13.74 2.894 20.746
Si -16.465 5.553 20.455
Si -13.661 8.367 20.651
Si -16.432 11.046 20.514
Si -13.543 -2.662 20.85
Si -10.93 0.2 20.641
Si -8.025 2.833 20.517
Si -10.87 5.623 20.676
Si -7.951 8.286 20.716
Si -10.724 -5.366 20.532
Si -8.067 -2.588 20.827
Si -5.363 0.215 20.674
Si -2.53 2.809 20.278
Si -5.317 5.574 20.126
Si -2.627 -7.974 20.448
Si -5.244 -5.182 20.355
Si -2.58 -2.564 20.391
Si -14.887 -1.064 22.074
Si -12.65 1.209 21.993
Si -15.514 4.026 21.931
Si -12.01 7.31 21.938
Si -15.452 9.411 21.851
Si -11.996 -4.153 22.029
Si -9.294 -0.844 21.966
Si -6.975 1.352 22.087
Si -9.13 4.445 21.755
Si -6.723 6.503 21.74
Si -9.628 9.418 21.957
Si -6.221 -3.722 21.921
Si -4.086 -1.409 21.793
Si -0.947 1.754 21.649
Si -3.706 4.46 21.359
Si -1.464 6.63 21.522
Si -3.677 -6.258 21.709
Si -1.381 -4.119 21.686
Si 2.608 -5.007 -3.906
Si -12.196 5.789 24.403
Si -14.451 -0.252 -6.481
Si -10.286 -2.286 -6.053
Si 1.158 -6.989 24.558
Si -18.734 0.607 24.723
Si -6.74 1.718 -3.106
Si -17.862 4.766 -4.52
Si -5.098 5.103 23.756
Si 4.85 -5.338 -1.908
Si -11.886 0.05 -4.962
Si -3.563 6.813 25.557
Si -7.627 -2.435 -4.91
Si 8.651 2.213 -3.086
Si -5.273 -0.47 -4.893
Si -10.905 -2.25 24.165
Si -6.091 2.663 24.929
Si -8.769 -7.653 -6.061
Si -12.267 -5.571 26.103
Si -9.685 2.155 -4.345
Si -19.545 2.917 -6.502
Si -10.945 -5.106 -2.029
Si 0.051 7.973 -4.902
Si -3.981 1.335 -7
Si -8.581 6.12 -4.539
Si -19.115 -1.829 -5.334
Si -1.631 5.826 -6.443
Si -4.684 4.148 -3.059
Si -17.757 -4.055 -6.888
Si -5.331 -5.61 24.115
Si -3.316 -1.571 -2.824
Si -3.407 -4.419 -4.067
Si 5.197 -7.618 -6.353
Si 0.044 -2.276 23.816
Si -2.299 3.155 -4.974
Si -13.438 -2.913 25.315
Si -13.533 1.5 -2.706
Si -9.403 -6.252 24.967
Si -4.134 -7.153 -2.833
Si -10.691 4.48 -2.788
Si -2.153 -0.073 23.902
Si -13.342 5.714 -2.073
Si -14.985 3.583 -4.607
Si -14.024 -5.39 23.934
Si -12.295 2.938 24.51
Si -5.93 -7.335 -6.98
Si 2.85 4.875 -6.968
Si -8.679 -2.966 -2.052
Si -8.953 -4.792 -5.9
Si -6.09 6.843 -2.875
Si -1.421 -7.947 -2.478
Si 3.839 -0.559 -7.076
Si -3.941 -5.165 -6.73
Si -13.12 -5.877 -4.248
Si 1.233 -1.217 5.486
Si 3.979 1.493 5.385
Si 1.244 4.168 5.424
Si 4.006 6.876 5.43
Si 1.232 9.641 5.504
Si 4.001 12.393 5.382
Si 6.693 -1.224 5.268
Si 9.415 1.468 5.236
Si 6.738 4.175 5.297
Si 9.456 6.907 5.242
Si 6.759 9.658 5.361
Si 9.444 12.361 5.241
Si 12.168 -1.277 5.212
Si 14.894 1.407 5.22
Si 12.198 4.152 5.256
Si 14.908 6.876 5.185
Si 12.17 9.598 5.183
Si 14.93 12.301 5.197
Si 17.643 -1.345 5.178
Si 20.35 1.373 5.225
Si 17.651 4.096 5.211
Si 20.384 6.836 5.239
Si 17.665 9.57 5.218
Si 20.395 12.272 5.186
Si 23.137 -1.366 5.199
Si 25.828 1.326 5.251
Si 23.086 4.087 5.3
Si 25.852 6.826 5.308
Si 23.133 9.55 5.199
Si 25.852 12.233 5.24
Si 28.596 -1.412 5.275
Si 31.343 1.288 5.286
Si 28.573 4.026 5.311
Si 31.306 6.782 5.343
Si 28.611 9.533 5.314
Si 31.34 12.238 5.305
Si 34.04 -1.387 5.303
Si 36.757 1.337 5.363
Si 34.07 4.003 5.363
Si 36.819 6.731 5.342
Si 34.067 9.498 5.347
Si 36.744 12.213 5.363
Si 39.528 -1.418 5.388
Si 42.268 1.331 5.319
Si 39.523 4.034 5.312
Si 42.269 6.675 5.357
Si 39.539 9.425 5.366
Si 42.235 12.156 5.422
Si 45.002 -1.419 5.349
Si 47.692 1.274 5.29
Si 44.976 3.989 5.276
Si 47.654 6.693 5.383
Si 44.975 9.408 5.399
Si 47.71 12.163 5.42
Si 50.369 -1.43 5.365
Si -44.827 1.249 5.452
Si 50.385 3.964 5.417
Si -44.796 6.696 5.482
Si 50.404 9.449 5.404
Si -44.822 12.137 5.451
Si -42.084 -1.494 5.474
Si -39.404 1.206 5.543
Si -42.109 3.951 5.497
Si -39.4 6.663 5.605
Si -42.129 9.414 5.558
Si -39.394 12.155 5.571
Si -36.704 -1.436 5.578
Si -34.013 1.302 5.56
Si -36.666 3.937 5.588
Si -33.952 6.712 5.599
Si -36.659 9.413 5.589
Si -33.975 12.144 5.635
Si -31.229 -1.438 5.609
Si -28.536 1.315 5.577
Si -31.294 4.029 5.58
Si -28.581 6.78 5.572
Si -31.228 9.408 5.604
Si -28.509 12.17 5.579
Si -25.807 -1.427 5.56
Si -23.081 1.36 5.543
Si -25.824 4.047 5.535
Si -23.126 6.791 5.552
Si -25.788 9.51 5.571
Si -23.089 12.229 5.494
Si -20.421 -1.341 5.532
Si -17.683 1.381 5.553
Si -20.387 4.084 5.517
Si -17.75 6.848 5.636
Si -20.443 9.568 5.588
Si -17.716 12.316 5.635
Si -14.998 -1.218 5.619
Si -12.27 1.488 5.568
Si -14.951 4.105 5.65
Si -12.238 6.874 5.619
Si -14.98 9.591 5.682
Si -12.238 12.359 5.644
Si -9.556 -1.251 5.522
Si -6.902 1.488 5.482
Si -9.561 4.19 5.518
Si -6.894 6.903 5.498
Si -9.541 9.621 5.612
Si -6.87 12.384 5.498
Si -4.202 -1.239 5.48
Si -1.492 1.492 5.455
Si -4.242 4.196 5.509
Si -1.507 6.932 5.492
Si -4.198 -6.693 5.466
Si -1.544 -3.961 5.534
Si 2.634 0.144 6.779
Si 5.377 2.842 6.695
Si 2.624 5.527 6.768
Si 5.386 8.281 6.708
Si 2.638 11.032 6.762
Si 5.377 -2.571 6.699
Si 8.078 0.112 6.622
Si 10.813 2.801 6.594
Si 8.107 5.549 6.626
Si 10.841 8.247 6.587
Si 8.132 11.013 6.667
Si 10.826 -2.628 6.592
Si 13.537 0.062 6.581
Si 16.282 2.754 6.569
Si 13.571 5.521 6.58
Si 16.29 8.206 6.557
Si 13.554 10.943 6.544
Si 16.294 -2.68 6.564
Si 18.998 0.007 6.564
Si 21.716 2.717 6.61
Si 19.011 5.466 6.573
Si 21.772 8.192 6.574
Si 19.043 10.919 6.564
Si 21.756 -2.702 6.561
Si 24.476 -0.026 6.605
Si 27.19 2.679 6.634
Si 24.475 5.452 6.63
Si 27.227 8.173 6.654
Si 24.484 10.884 6.596
Si 27.221 -2.755 6.628
Si 29.946 -0.039 6.642
Si 32.681 2.645 6.684
Si 29.936 5.401 6.666
Si 32.688 8.131 6.688
Si 29.967 10.886 6.667
Si 32.685 -2.735 6.681
Si 35.392 -0.04 6.695
Si 38.156 2.68 6.696
Si 35.439 5.377 6.698
Si 38.16 8.087 6.724
Si 35.405 10.848 6.726
Si 38.139 -2.776 6.724
Si 40.9 -0.038 6.705
Si 43.619 2.664 6.703
Si 40.883 5.349 6.721
Si 43.596 8.055 6.745
Si 40.872 10.786 6.757
Si 43.627 -2.784 6.727
Si 46.34 -0.058 6.72
Si 49.019 2.593 6.749
Si 46.296 5.327 6.728
Si 49.023 8.066 6.749
Si 46.326 10.787 6.758
Si 49.045 -2.789 6.782
Si -46.204 -0.107 6.793
Si -43.488 2.602 6.848
Si -46.201 5.339 6.805
Si -43.483 8.042 6.898
Si -46.187 10.785 6.821
Si -43.474 -2.832 6.837
Si -40.778 -0.134 6.893
Si -38.056 2.582 6.916
Si -40.783 5.299 6.916
Si -38.048 8.06 6.932
Si -40.771 10.785 6.906
Si -38.054 -2.806 6.938
Si -35.363 -0.059 6.931
Si -32.65 2.656 6.926
Si -35.329 5.338 6.931
Si -32.605 8.069 6.96
Si -35.334 10.776 6.971
Si -32.611 -2.791 6.953
Si -29.892 -0.045 6.94
Si -27.171 2.685 6.909
Si -29.917 5.39 6.925
Si -27.196 8.152 6.903
Si -29.88 10.809 6.929
Si -27.163 -2.773 6.93
Si -24.456 -0.016 6.887
Si -21.732 2.727 6.902
Si -24.482 5.422 6.903
Si -21.783 8.172 6.923
Si -24.428 10.878 6.907
Si -21.764 -2.716 6.891
Si -19.044 0.015 6.904
Si -16.335 2.738 6.955
Si -19.079 5.448 6.948
Si -16.346 8.196 6.984
Si -19.067 10.922 6.956
Si -16.335 -2.628 6.963
Si -13.613 0.126 6.957
Si -10.905 2.842 6.918
Si -13.598 5.507 6.973
Si -10.9 8.259 6.969
Si -13.614 10.99 6.989
Si -10.871 -2.596 6.956
Si -8.22 0.123 6.883
Si -5.563 2.833 6.881
Si -8.22 5.548 6.898
Si -5.532 8.271 6.856
Si -8.174 11.007 6.916
Si -5.529 -2.589 6.877
Si -2.826 0.121 6.828
Si -0.113 2.836 6.808
Si -2.846 5.553 6.846
Si -0.119 8.268 6.844
Si -2.868 -5.342 6.874
Si -0.118 -2.6 6.826
Si 1.27 1.483 8.145
Si 4.017 4.177 8.082
Si 1.273 6.893 8.139
Si 4.014 9.636 8.066
Si 1.28 -3.953 8.142
Si 4.016 -1.236 8.085
Si 6.739 1.459 8.018
Si 9.475 4.173 7.964
Si 6.758 6.898 8.017
Si 9.496 9.611 7.968
Si 6.752 -3.957 8.017
Si 9.465 -1.262 7.951
Si 12.189 1.434 7.937
Si 14.938 4.142 7.919
Si 12.207 6.879 7.936
Si 14.928 9.58 7.903
Si 12.202 -4.012 7.917
Si 14.925 -1.308 7.91
Si 17.649 1.385 7.917
Si 20.373 4.108 7.943
Si 17.654 6.84 7.918
Si 20.402 9.553 7.926
Si 17.672 -4.038 7.913
Si 20.389 -1.339 7.915
Si 23.106 1.354 7.944
Si 25.841 4.075 7.971
Si 23.117 6.831 7.959
Si 25.846 9.537 7.98
Si 23.114 -4.064 7.936
Si 25.852 -1.373 7.968
Si 28.574 1.332 7.988
Si 31.308 4.035 8.014
Si 28.574 6.783 8.002
Si 31.315 9.504 8.022
Si 28.577 -4.094 8.013
Si 31.301 -1.384 8.028
Si 34.032 1.305 8.066
Si 36.789 4.022 8.071
Si 34.049 6.748 8.032
Si 36.776 9.462 8.058
Si 34.032 -4.103 8.054
Si 36.765 -1.401 8.058
Si 39.51 1.303 8.063
Si 42.239 3.993 8.088
Si 39.521 6.723 8.081
Si 42.24 9.427 8.111
Si 39.491 -4.157 8.083
Si 42.242 -1.423 8.075
Si 44.962 1.29 8.085
Si 47.658 3.973 8.109
Si 44.946 6.69 8.113
Si 47.668 9.421 8.136
Si 44.956 -4.163 8.112
Si 47.663 -1.432 8.127
Si -47.562 1.253 8.161
Si -44.857 3.974 8.195
Si -47.567 6.703 8.157
Si -44.864 9.413 8.221
Si -47.544 -4.162 8.173
Si -44.849 -1.463 8.184
Si -42.146 1.241 8.233
Si -39.422 3.947 8.272
Si -42.134 6.682 8.264
Si -39.42 9.424 8.275
Si -42.15 -4.185 8.249
Si -39.432 -1.466 8.289
Si -36.717 1.262 8.314
Si -33.989 3.999 8.308
Si -36.699 6.694 8.285
Si -33.971 9.426 8.313
Si -36.707 -4.172 8.298
Si -33.992 -1.424 8.279
Si -31.275 1.305 8.276
Si -28.546 4.034 8.264
Si -31.26 6.722 8.315
Si -28.535 9.476 8.3
Si -31.252 -4.156 8.287
Si -28.528 -1.407 8.28
Si -25.815 1.329 8.261
Si -23.108 4.077 8.259
Si -25.843 6.78 8.258
Si -23.112 9.523 8.297
Si -25.8 -4.111 8.282
Si -23.108 -1.36 8.265
Si -20.381 1.381 8.275
Si -17.683 4.12 8.3
Si -20.417 6.827 8.294
Si -17.688 9.581 8.319
Si -20.415 -4.041 8.302
Si -17.694 -1.296 8.321
Si -14.965 1.439 8.346
Si -12.237 4.172 8.331
Si -14.965 6.856 8.33
Si -12.257 9.615 8.331
Si -14.968 -3.974 8.333
Si -12.249 -1.247 8.304
Si -9.561 1.469 8.277
Si -6.881 4.191 8.274
Si -9.542 6.899 8.31
Si -6.84 9.63 8.27
Si -9.529 -3.971 8.302
Si -6.865 -1.231 8.255
Si -4.169 1.48 8.212
Si -1.455 4.201 8.18
Si -4.174 6.917 8.225
Si -1.462 -6.683 8.202
Si -4.187 -3.963 8.24
Si -1.463 -1.236 8.187
Si -0.076 0.122 9.515
Si 2.661 2.838 9.466
Si -0.074 5.553 9.523
Si 2.66 8.276 9.439
Si -0.068 -5.316 9.511
Si 2.663 -2.592 9.46
Si 5.393 0.119 9.413
Si 8.124 2.818 9.341
Si 5.397 5.55 9.391
Si 8.134 8.261 9.339
Si 5.398 -5.32 9.385
Si 8.127 -2.607 9.349
Si 10.84 0.078 9.303
Si 13.574 2.786 9.276
Si 10.854 5.523 9.304
Si 13.582 8.229 9.283
Si 10.86 -5.356 9.307
Si 13.572 -2.663 9.269
Si 16.294 0.037 9.274
Si 19.017 2.738 9.283
Si 16.306 5.482 9.283
Si 19.034 8.192 9.271
Si 16.304 -5.396 9.262
Si 19.035 -2.693 9.278
Si 21.744 0.003 9.296
Si 24.471 2.715 9.306
Si 21.75 5.462 9.295
Si 24.483 8.176 9.329
Si 21.761 -5.418 9.3
Si 24.476 -2.721 9.317
Si 27.203 -0.015 9.342
Si 29.927 2.69 9.364
Si 27.202 5.428 9.344
Si 29.938 8.14 9.362
Si 27.204 -5.445 9.36
Si 29.93 -2.735 9.379
Si 32.653 -0.039 9.413
Si 35.403 2.665 9.416
Si 32.67 5.392 9.379
Si 35.4 8.104 9.403
Si 32.663 -5.465 9.394
Si 35.396 -2.756 9.418
Si 38.133 -0.055 9.425
Si 40.866 2.642 9.447
Si 38.142 5.375 9.438
Si 40.864 8.075 9.463
Si 38.125 -5.51 9.438
Si 40.864 -2.792 9.432
Si 43.594 -0.074 9.452
Si 46.3 2.63 9.49
Si 43.579 5.347 9.481
Si 46.296 8.056 9.495
Si 43.588 -5.524 9.478
Si 46.303 -2.803 9.49
Si -48.917 -0.097 9.534
Si -46.222 2.613 9.555
Si -48.927 5.333 9.514
Si -46.229 8.046 9.566
Si -48.915 -5.536 9.523
Si -46.201 -2.819 9.565
Si -43.515 -0.111 9.589
Si -40.797 2.593 9.62
Si -43.515 5.32 9.598
Si -40.785 8.054 9.625
Si -43.512 -5.552 9.601
Si -40.804 -2.829 9.632
Si -38.082 -0.104 9.656
Si -35.358 2.64 9.653
Si -38.074 5.332 9.629
Si -35.347 8.06 9.649
Si -38.075 -5.534 9.645
Si -35.348 -2.796 9.639
Si -32.634 -0.06 9.631
Si -29.911 2.673 9.622
Si -32.63 5.363 9.659
Si -29.904 8.107 9.645
Si -32.618 -5.511 9.648
Si -29.902 -2.77 9.624
Si -27.179 -0.027 9.622
Si -24.466 2.707 9.612
Si -27.198 5.411 9.616
Si -24.485 8.146 9.621
Si -27.175 -5.469 9.631
Si -24.461 -2.724 9.632
Si -21.743 0.007 9.62
Si -19.03 2.746 9.647
Si -21.768 5.449 9.633
Si -19.041 8.194 9.652
Si -21.755 -5.424 9.651
Si -19.041 -2.681 9.662
Si -16.317 0.059 9.683
Si -13.599 2.811 9.69
Si -16.321 5.485 9.669
Si -13.609 8.24 9.684
Si -16.315 -5.371 9.672
Si -13.591 -2.618 9.678
Si -10.898 0.113 9.667
Si -8.218 2.831 9.652
Si -10.893 5.544 9.688
Si -8.189 8.276 9.655
Si -10.885 -5.333 9.671
Si -8.188 -2.595 9.653
Si -5.505 0.129 9.606
Si -2.8 2.842 9.558
Si -5.51 5.562 9.613
Si -2.799 8.275 9.576
Si -5.5 -5.324 9.633
Si -2.8 -2.598 9.563
Si 1.31 -1.242 10.837
Si 4.037 1.469 10.787
Si 1.318 4.196 10.844
Si 4.043 6.908 10.759
Si 1.316 9.632 10.824
Si 4.048 -3.971 10.768
Si 6.773 -1.258 10.727
Si 9.492 1.439 10.671
Si 6.768 4.172 10.711
Si 9.5 6.887 10.667
Si 6.772 9.621 10.702
Si 9.499 -3.994 10.666
Si 12.216 -1.299 10.63
Si 14.944 1.414 10.621
Si 12.223 4.147 10.639
Si 14.948 6.854 10.628
Si 12.225 9.592 10.642
Si 14.944 -4.025 10.612
Si 17.671 -1.323 10.621
Si 20.387 1.378 10.638
Si 17.669 4.111 10.634
Si 20.395 6.833 10.64
Si 17.674 9.564 10.619
Si 20.396 -4.05 10.646
Si 23.106 -1.351 10.663
Si 25.829 1.361 10.676
Si 23.12 4.098 10.647
Si 25.846 6.808 10.686
Si 23.121 9.547 10.675
Si 25.833 -4.072 10.697
Si 28.556 -1.366 10.721
Si 31.278 1.336 10.747
Si 28.558 4.065 10.707
Si 31.296 6.768 10.718
Si 28.567 9.503 10.713
Si 31.292 -4.101 10.738
Si 34.017 -1.404 10.771
Si 36.756 1.299 10.785
Si 34.019 4.029 10.756
Si 36.754 6.739 10.772
Si 34.02 9.475 10.737
Si 36.75 -4.136 10.772
Si 39.486 -1.436 10.788
Si 42.219 1.275 10.816
Si 39.491 4.002 10.802
Si 42.211 6.71 10.837
Si 39.478 9.44 10.8
Si 42.205 -4.159 10.821
Si 44.93 -1.442 10.842
Si 47.64 1.274 10.886
Si 44.933 3.985 10.855
Si 47.637 6.694 10.888
Si 44.931 9.424 10.86
Si 47.638 -4.173 10.882
Si -47.574 -1.46 10.921
Si -44.88 1.252 10.947
Si -47.583 3.98 10.918
Si -44.881 6.685 10.949
Si -47.585 9.417 10.921
Si -44.869 -4.186 10.958
Si -42.169 -1.465 10.982
Si -39.445 1.254 11.007
Si -42.166 3.956 10.972
Si -39.435 6.691 10.988
Si -42.159 9.409 10.978
Si -39.444 -4.182 11
Si -36.715 -1.456 11.009
Si -33.991 1.286 10.998
Si -36.719 3.994 11.009
Si -33.991 6.715 11.016
Si -36.714 9.423 10.996
Si -33.984 -4.149 10.993
Si -31.27 -1.416 10.979
Si -28.55 1.321 10.977
Si -31.267 4.012 11.002
Si -28.553 6.75 10.995
Si -31.269 9.453 11.006
Si -28.55 -4.122 10.98
Si -25.831 -1.377 10.987
Si -23.108 1.357 10.974
Si -25.839 4.054 10.969
Si -23.128 6.798 10.987
Si -25.833 9.495 10.988
Si -23.111 -4.069 11.005
Si -20.391 -1.322 11.015
Si -17.664 1.425 11.034
Si -20.391 4.109 10.99
Si -17.664 6.859 11.019
Si -20.39 9.55 11.012
Si -17.666 -4.018 11.031
Si -14.944 -1.276 11.05
Si -12.241 1.459 11.052
Si -14.954 4.163 11.053
Si -12.25 6.897 11.058
Si -14.952 9.605 11.047
Si -12.232 -3.975 11.043
Si -9.541 -1.245 11.03
Si -6.848 1.476 11.001
Si -9.548 4.185 11.05
Si -6.836 6.916 11.014
Si -9.535 9.631 11.037
Si -6.839 -3.964 11.008
Si -4.138 -1.237 10.945
Si -1.422 1.479 10.892
Si -4.136 4.2 10.95
Si -1.413 6.917 10.904
Si -4.125 9.637 10.97
Si -1.412 -3.959 10.888
Si 2.69 0.117 12.164
Si 5.425 2.83 12.103
Si 2.709 5.564 12.159
Si 5.418 8.272 12.078
Si 2.703 10.993 12.145
Si 5.424 -2.614 12.099
Si 8.148 0.094 12.061
Si 10.868 2.791 12.003
Si 8.139 5.539 12.033
Si 10.872 8.237 12.008
Si 8.145 10.974 12.036
Si 10.869 -2.646 12.009
Si 13.588 0.055 11.972
Si 16.321 2.746 11.989
Si 13.598 5.49 11.989
Si 16.318 8.208 11.976
Si 13.582 10.958 11.981
Si 16.312 -2.682 11.97
Si 19.032 0.018 11.996
Si 21.761 2.733 11.988
Si 19.039 5.467 11.986
Si 21.76 8.177 12.015
Si 19.038 10.907 11.993
Si 21.744 -2.699 12.026
Si 24.458 0.012 12.028
Si 27.176 2.718 12.055
Si 24.479 5.447 12.025
Si 27.197 8.157 12.071
Si 24.473 10.897 12.059
Si 27.183 -2.716 12.07
Si 29.903 -0.014 12.1
Si 32.636 2.688 12.12
Si 29.918 5.422 12.07
Si 32.649 8.122 12.089
Si 29.924 10.86 12.077
Si 32.643 -2.758 12.121
Si 35.374 -0.053 12.14
Si 38.114 2.65 12.157
Si 35.376 5.385 12.12
Si 38.099 8.09 12.152
Si 35.365 10.828 12.106
Si 38.108 -2.793 12.147
Si 40.843 -0.087 12.163
Si 43.564 2.625 12.206
Si 40.832 5.354 12.184
Si 43.559 8.063 12.221
Si 40.827 10.795 12.173
Si 43.563 -2.806 12.2
Si 46.27 -0.087 12.235
Si 48.98 2.621 12.291
Si 46.278 5.33 12.254
Si 48.979 8.05 12.285
Si 46.279 10.782 12.247
Si 48.982 -2.825 12.278
Si -46.236 -0.108 12.319
Si -43.534 2.602 12.339
Si -46.238 5.327 12.32
Si -43.526 8.037 12.328
Si -46.236 10.766 12.308
Si -43.529 -2.829 12.347
Si -40.81 -0.11 12.357
Si -38.08 2.626 12.358
Si -40.805 5.32 12.332
Si -38.076 8.056 12.351
Si -40.808 10.771 12.351
Si -38.079 -2.822 12.361
Si -35.351 -0.078 12.348
Si -32.632 2.649 12.353
Si -35.352 5.351 12.368
Si -32.63 8.086 12.361
Si -35.345 10.794 12.336
Si -32.627 -2.775 12.342
Si -29.917 -0.041 12.328
Si -27.201 2.695 12.332
Si -29.918 5.387 12.35
Si -27.199 8.13 12.332
Si -29.91 10.834 12.337
Si -27.212 -2.741 12.325
Si -24.471 -0.004 12.33
Si -21.755 2.735 12.323
Si -24.496 5.428 12.328
Si -21.76 8.167 12.336
Si -24.486 10.875 12.332
Si -21.745 -2.703 12.359
Si -19.024 0.051 12.368
Si -16.302 2.787 12.403
Si -19.021 5.474 12.346
Si -16.303 8.223 12.397
Si -19.02 10.918 12.367
Si -16.294 -2.655 12.394
Si -13.585 0.091 12.416
Si -10.896 2.823 12.426
Si -13.604 5.53 12.425
Si -10.891 8.273 12.41
Si -13.577 10.971 12.404
Si -10.881 -2.606 12.412
Si -8.19 0.119 12.394
Si -5.485 2.851 12.338
Si -8.187 5.559 12.395
Si -5.473 8.29 12.358
Si -8.18 11.002 12.395
Si -5.469 -2.592 12.338
Si -2.763 0.124 12.28
Si -0.035 2.84 12.213
Si -2.758 5.565 12.287
Si -0.022 8.288 12.219
Si -2.74 -5.309 12.286
Si -0.034 -2.599 12.216
Si 1.335 1.47 13.538
Si 4.094 4.196 13.483
Si 1.374 6.931 13.539
Si 4.079 9.619 13.469
Si 1.363 -3.966 13.522
Si 4.079 -1.253 13.475
Si 6.794 1.452 13.427
Si 9.502 4.155 13.349
Si 6.79 6.903 13.4
Si 9.515 9.604 13.365
Si 6.798 -3.995 13.415
Si 9.518 -1.293 13.378
Si 12.237 1.413 13.333
Si 14.969 4.118 13.331
Si 12.233 6.852 13.335
Si 14.948 9.588 13.302
Si 12.229 -4.01 13.359
Si 14.949 -1.317 13.313
Si 17.676 1.373 13.352
Si 20.41 4.098 13.33
Si 17.687 6.845 13.328
Si 20.398 9.543 13.36
Si 17.681 -4.031 13.328
Si 20.389 -1.325 13.38
Si 23.106 1.389 13.378
Si 25.82 4.092 13.411
Si 23.127 6.813 13.374
Si 25.837 9.535 13.422
Si 23.097 -4.052 13.4
Si 25.799 -1.345 13.404
Si 28.519 1.362 13.431
Si 31.262 4.072 13.457
Si 28.557 6.786 13.428
Si 31.281 9.492 13.436
Si 28.557 -4.085 13.413
Si 31.262 -1.385 13.457
Si 33.988 1.311 13.483
Si 36.729 4.023 13.489
Si 33.999 6.756 13.457
Si 36.699 9.455 13.473
Si 34.005 -4.138 13.469
Si 36.725 -1.435 13.496
Si 39.462 1.263 13.515
Si 42.183 3.982 13.548
Si 39.447 6.719 13.522
Si 42.165 9.426 13.555
Si 39.44 -4.177 13.523
Si 42.193 -1.441 13.549
Si 44.908 1.271 13.6
Si 47.614 3.973 13.664
Si 44.908 6.694 13.602
Si 47.624 9.423 13.645
Si 44.903 -4.171 13.592
Si 47.617 -1.441 13.618
Si 50.33 1.264 13.682
Si -44.891 3.966 13.711
Si 50.32 6.69 13.684
Si -44.896 9.391 13.686
Si 50.322 -4.192 13.668
Si -44.904 -1.478 13.712
Si -42.184 1.239 13.714
Si -39.449 3.978 13.712
Si -42.173 6.665 13.694
Si -39.444 9.409 13.707
Si -42.171 -4.193 13.714
Si -39.439 -1.461 13.72
Si -36.702 1.28 13.71
Si -33.988 3.994 13.722
Si -36.71 6.711 13.72
Si -33.993 9.447 13.709
Si -36.697 -4.179 13.702
Si -33.976 -1.412 13.706
Si -31.266 1.304 13.707
Si -28.566 4.034 13.707
Si -31.276 6.731 13.722
Si -28.56 9.476 13.691
Si -31.27 -4.135 13.694
Si -28.58 -1.401 13.69
Si -25.843 1.341 13.686
Si -23.133 4.071 13.671
Si -25.861 6.771 13.691
Si -23.132 9.515 13.679
Si -25.866 -4.098 13.674
Si -23.119 -1.351 13.698
Si -20.386 1.421 13.701
Si -17.656 4.161 13.742
Si -20.388 6.819 13.69
Si -17.659 9.585 13.747
Si -20.373 -4.048 13.72
Si -17.65 -1.285 13.733
Si -14.936 1.448 13.778
Si -12.254 4.174 13.798
Si -14.946 6.893 13.799
Si -12.232 9.625 13.799
Si -14.913 -3.983 13.77
Si -12.219 -1.245 13.797
Si -9.536 1.47 13.791
Si -6.833 4.19 13.744
Si -9.53 6.926 13.772
Si -6.808 9.654 13.751
Si -9.527 -3.964 13.779
Si -6.823 -1.256 13.73
Si -4.105 1.488 13.661
Si -1.362 4.204 13.601
Si -4.094 6.923 13.681
Si -1.351 9.653 13.61
Si -4.076 -3.941 13.667
Si -1.384 -1.25 13.601
Si -0.005 0.106 14.922
Si 2.732 2.838 14.835
Si 0.032 5.578 14.91
Si 2.752 8.286 14.885
Si 0.051 -5.309 14.934
Si 2.735 -2.605 14.849
Si 5.46 0.095 14.81
Si 8.161 2.826 14.745
Si 5.471 5.569 14.813
Si 8.165 8.251 14.73
Si 5.458 10.971 14.794
Si 8.176 -2.651 14.752
Si 10.889 0.065 14.707
Si 13.617 2.749 14.679
Si 10.873 5.49 14.688
Si 13.594 8.233 14.65
Si 10.864 10.958 14.721
Si 13.593 -2.639 14.694
Si 16.307 0 14.695
Si 19.078 2.72 14.68
Si 16.341 5.475 14.672
Si 19.047 8.178 14.712
Si 16.309 10.932 14.656
Si 19.018 -2.686 14.724
Si 21.748 0.042 14.743
Si 24.442 2.748 14.767
Si 21.769 5.436 14.707
Si 24.465 8.17 14.762
Si 21.738 10.898 14.743
Si 24.43 -2.68 14.775
Si 27.134 0.016 14.779
Si 29.865 2.728 14.795
Si 27.181 5.442 14.784
Si 29.915 8.146 14.791
Si 27.206 10.899 14.782
Si 29.895 -2.746 14.806
Si 32.61 -0.045 14.84
Si 35.349 2.676 14.834
Si 32.62 5.436 14.826
Si 35.344 8.101 14.839
Si 32.644 10.821 14.82
Si 35.355 -2.798 14.851
Si 38.081 -0.09 14.868
Si 40.814 2.614 14.889
Si 38.067 5.376 14.88
Si 40.779 8.071 14.911
Si 38.024 10.793 14.864
Si 40.811 -2.816 14.869
Si 43.537 -0.085 14.948
Si 46.248 2.6 15.022
Si 43.527 5.324 14.939
Si 46.26 8.049 14.988
Si 43.521 10.775 14.929
Si 46.253 -2.798 14.968
Si 48.956 -0.099 15.027
Si 51.667 2.615 15.092
Si 48.963 5.329 15.058
Si 51.671 8.039 15.076
Si 48.982 10.766 15.047
Si 51.648 -2.846 15.077
Si -43.549 -0.121 15.085
Si -40.823 2.615 15.061
Si -43.528 5.319 15.088
Si -40.803 8.018 15.045
Si -43.543 10.745 15.053
Si -40.804 -2.829 15.076
Si -38.06 -0.083 15.057
Si -35.326 2.615 15.086
Si -38.061 5.327 15.063
Si -35.345 8.082 15.073
Si -38.055 10.766 15.05
Si -35.326 -2.799 15.035
Si -32.612 -0.052 15.077
Si -29.925 2.673 15.071
Si -32.632 5.357 15.08
Si -29.905 8.108 15.052
Si -32.619 10.811 15.047
Si -29.947 -2.754 15.061
Si -27.214 -0.032 15.021
Si -24.497 2.722 15.036
Si -27.234 5.423 15.054
Si -24.501 8.145 15.021
Si -27.228 10.865 15.035
Si -24.512 -2.73 15.011
Si -21.756 0.046 15.02
Si -19.029 2.795 15.066
Si -21.763 5.434 15.002
Si -19.031 8.183 15.054
Si -21.759 10.875 15.016
Si -19.004 -2.661 15.066
Si -16.288 0.069 15.114
Si -13.601 2.806 15.181
Si -16.31 5.514 15.143
Si -13.58 8.258 15.176
Si -16.274 10.956 15.095
Si -13.561 -2.613 15.16
Si -10.882 0.121 15.192
Si -8.178 2.835 15.15
Si -10.891 5.559 15.131
Si -8.173 8.304 15.131
Si -10.871 10.998 15.163
Si -8.171 -2.596 15.14
Si -5.447 0.122 15.041
Si -2.708 2.849 14.978
Si -5.459 5.575 15.058
Si -2.704 8.307 14.989
Si -5.422 -5.267 15.061
Si -2.701 -2.595 15.022
O 14.512 -0.908 24.525
O 9.203 7.327 25.155
O 7.466 -2.908 -3.666
O 4.84 1.67 22.852
O 10.31 6.944 -4.14
O 3.271 -1.366 -5.757
O 9.703 7.111 -1.641
O 6.628 3.607 22.829
O 2.682 5.637 25.045
O 11.694 1.298 23.353
O 6.669 -2.333 25.213
O 3.019 -5.241 22.246
O 6.171 -1.408 22.836
O 10.6 -7.065 -3.1
O 9.72 -3.523 -1.616
O -2.785 -7.89 -3.348
O 9.772 -4.135 -4.138
O 10.125 6.811 22.851
O 5.965 -7.425 -4.925
O 8.354 -7.558 -5.943
O 8.155 -7.928 -3.395
O -3.438 -3.164 -3.075
O 6.585 8.058 25.834
O 2.901 0.129 22.072
O 12.657 -1.446 22.918
O 20.228 7.928 25.009
O 9.76 -0.771 -3.748
O -1.7 4.325 -5.91
O 2.478 -5.882 -5.245
O 13.984 5.738 21.867
O 12.17 -7.379 22.806
O 4.471 4.78 -6.892
O 14.16 1.327 22.524
O 16.655 -1.34 22.809
O 20.072 1.084 -4.877
O -0.942 0.959 -1.174
O 12.759 3.637 22.851
O 16.837 3.853 25.2
O 0.126 2.903 22.108
O 0.71 -2.89 25.149
O 16.611 4.263 -5.373
O -0.007 -4.483 -6.178
O -0.984 2.402 -4.393
O 1.525 -7.253 23.014
O 14.473 3.553 -6.514
O 7.578 -5.507 -4.324
O 19.123 -6.029 24.663
O 2.463 -2.766 -0.359
O 9.958 4.825 24.757
O 5.918 -6.489 -1.493
O 15.137 -3.825 22.889
O 8.492 1.297 -4.416
O 18.703 -1.016 -3.742
O 15.174 -4.117 -1.699
O 8.944 -4.554 22.409
O 5.623 8.248 22.107
O 10.815 -2.785 21.843
O -2.521 7.775 24.752
O 1.786 4.84 22.753
O 11.605 -2.448 -3.315
O 14.423 7.018 -1.436
O 13.409 -2.479 -0.682
O 12.673 1.816 -5.786
O 13.021 -6.387 -4.201
O 19.109 1.071 25.101
O 12.634 -6.945 -1.495
O 4.217 2.439 -5.787
O 15.157 5.859 -3.748
O 1.178 -5.939 -0.879
O 1.636 7.991 -5.081
O 7.47 -6.518 23.124
O 16.007 6.242 24.467
O 16.118 -0.341 -3.64
O 11.838 4.894 -4.154
O 12.397 -5.315 24.382
O 8.087 0.102 21.866
O 7.881 -7.933 -0.439
O 5.459 -2.735 -5.752
O 0.584 -1.171 -1.317
O 4.164 4.077 23.528
O 10.177 2.355 25.318
O 7.743 5.151 -4.026
O -0.991 -6.426 -2.157
O 17.52 -5.452 -6.466
O 11.927 -0.781 25.342
O 5.269 4.871 -3.289
O 21.905 7.941 -6.501
O 13.58 -5.5 21.755
O 5.757 2.613 25.125
O 11.484 -0.668 -1.493
O 13.537 2.817 -0.609
O 1.621 3.378 -0.564
O 18.229 -0.265 -6.143
O -33.156 3.215 -4.932
O 12.953 7.238 -3.556
O 17.988 -7.481 -3.961
O 8.478 -4.714 24.905
O 6.67 3.693 -5.951
O 27.62 -1.615 25.974
O 14.974 0.798 -1.482
O 4.94 -1.782 -3.494
O 7.999 2.953 -0.207
O 6.935 4.99 -1.391
O -20.305 0.361 25.082
O 47.468 -6.913 -5.713
O 11.64 4.394 -1.572
O 5.645 -4.022 -2.335
O 4.041 -4.959 -0.585
O 5.188 0.222 -0.589
O -36.62 6.486 -5.451
O 9.112 1.324 -1.788
O 12.353 -0.005 -3.916
O -6.578 1.869 23.593
O 7.52 6.192 -6.366
O 8.249 5.4 21.876
O -38.212 0.941 24.876
O 10.717 -5.5 -0.294
O -27.019 1.606 -2.385
O 2.898 4.514 -2.49
O 9.611 -2.268 25.355
O 37.132 -1.825 24.571
O 25.093 3.97 24.464
O 21.747 1.12 25.5
O 21.754 -2.553 24.722
O 26.522 -7.981 -5.421
O 22.017 -5.192 24.892
O 21.462 2.836 -3.473
O 20.218 6.338 22.956
O 18.49 5.893 24.905
O 23.727 6.229 25.067
O 27.046 7.772 -3.009
O 17.913 -6.775 22.633
O 4.023 7.623 -6.097
O 25.653 -0.673 -5.496
O 25.164 -2.804 -0.825
O 20.416 3.242 24.825
O 27.68 0.841 -6.2
O 26.966 -7.674 25.219
O 23.084 -7.618 24.499
O 24.414 -7.9 -6.799
O -5.183 5.636 -3.462
O -18.388 1.705 25.895
O 18.836 -0.025 22.024
O 23.459 -0.761 25.671
O 29.067 -1.324 22.853
O 35.828 7.967 24.979
O 26.238 0.975 -1.217
O 25.41 -4.464 22.599
O 30.871 6.316 23.088
O 28.253 -7.187 23.024
O -26.539 3.906 -1.002
O 27.403 -6.242 -3.661
O 34.021 -1.175 22.933
O 34.757 5.593 24.98
O 14.535 1.63 -3.937
O 19.964 -4.963 22.442
O 30.879 1.985 25.192
O 29.487 2.814 -3.329
O 16.239 2.743 21.862
O 15.032 -6.141 -5.864
O 20.919 5.565 25.559
O 9.271 4.236 -6.039
O -43.593 3.914 -5.329
O 38.096 -4.262 24.852
O 23.148 -1.6 -4.895
O 36.218 -3.977 23.119
O 19.981 7.245 -3.359
O 26.136 5.983 -1.391
O 29.731 8.039 -3.593
O 23.126 -6.553 -1.465
O 31.135 -3.031 22.907
O 27.28 2.907 21.81
O 34.476 2.17 -3.087
O -17.652 -1.149 -5.477
O -43.2 -0.61 24.632
O 21.625 -8.009 21.872
O 27.102 -2.674 21.827
O 15.801 6.631 -6.155
O 28.206 -1.382 -4.761
O 28.455 -1.269 -1.909
O 31.218 -4.655 -1.702
O 25.537 2.357 -5.641
O -27.471 6.337 24.911
O 30.056 -2.716 -0.537
O 21.233 6.508 -1.3
O -21.293 -3.915 24.182
O 32.583 4.014 24.797
O 25.692 1.584 23.186
O 30.281 8.233 -0.064
O 22.076 -3.483 -6.277
O 33.125 4.467 -1.408
O 19.151 8.091 -0.582
O 19.43 1.686 -1.517
O 23.093 -5.926 22.607
O 28.923 4.647 22.734
O 29.898 0.239 -3.54
O 26.835 -3.809 24.65
O -28.961 -1.869 25.413
O 23.751 3.584 -4.23
O 33.502 -4.055 -5.836
O 23.137 -1.103 23.004
O 24.616 7.976 -0.496
O -4.991 7.467 25.823
O 17.34 -1.098 -1.529
O 19.07 -2.8 -0.653
O 17.681 6.281 -4.237
O 18.942 3.128 -3.748
O 20.598 -1.379 -5.512
O 20.751 1.389 23.03
O 15.424 -7.864 -3.344
O 30.723 1.041 22.76
O 36.105 4.219 -2.664
O -23.102 -1.919 23.579
O 36.579 -0.665 -6.25
O -10.576 5.738 24.4
O 23.411 -3.844 -2.395
O 29.818 -5.286 22.135
O -31.606 -4.368 -2.827
O 22.817 3.9 25.83
O 29.833 2.786 -0.192
O 18.134 3.94 -1.427
O 32.078 6.189 -6.18
O 17.121 -6.89 -1.523
O 14.458 -4.104 -4.26
O 4.212 -1.547 24.796
O -40.344 6.209 -2.878
O 36.951 6.358 -1.358
O 31.59 -7.714 -5.452
O -46.411 2.398 -3.509
O 34.086 7.59 -5.333
O 31.272 1.41 -1.669
O 21.308 -3.263 -3.822
O 24.558 2.724 -0.39
O 23.122 1.322 -5.638
O 28.954 -4.094 -2.981
O -20.438 4.805 -1.092
O 27.968 4.267 -1.021
O 20.927 -4.531 -1.607
O -38.614 6.071 -0.961
O 23.226 -1.321 -1.662
O -22.267 7.753 25.655
O 27.239 0.425 -3.458
O 24.58 5.652 21.978
O -32.681 -6.38 -5.439
O 31.522 6.424 -1.48
O 26.838 -4.727 -1.495
O 1.135 -4.908 -3.19
O -27.272 -0.395 -6.715
O 21.922 5.449 -3.657
O -26.415 -5.468 25.551
O -44.376 -0.386 -5.686
O 39.974 1.313 24.385
O 35.453 1.1 22.973
O 44.004 4.815 25.984
O 45.612 4.566 -4.708
O 37.387 -2.751 -4.74
O 36.224 3.207 -5.594
O 36.388 6.262 23.044
O 38.664 -4.65 -6.011
O 43.367 2.544 21.986
O 41.925 0.586 22.848
O 34.236 -6.886 23.434
O 38.092 -2.713 21.971
O 33.961 -2.68 -3.642
O 43.984 2.382 25.02
O 41.276 -3.664 -0.531
O 33.769 6.519 -2.881
O 43.905 -2.163 -4.356
O 42.141 4.141 24.301
O 42.783 -6.598 -6.493
O 44.971 -6.862 24.842
O 42.339 -6.99 24.298
O -41.576 -2.112 -1.269
O 48.739 4.7 -4.817
O 35.201 -0.192 20.861
O -14.958 0.574 25.73
O 45.163 -1.103 23.124
O -45.378 -6.213 25.32
O 44.937 1.152 -2.156
O -33.279 -2.803 -4.048
O 34.799 -7.425 -3.211
O 46.034 6.175 25.41
O 44.389 -5.892 22.585
O -10.899 3.22 25.273
O -15.434 2.53 -5.734
O 32.995 0.881 24.173
O -44.88 7.619 25.528
O 33.39 -0.133 -3.906
O 39.765 -3.929 -2.613
O 35.872 -0.911 -3.654
O -2.362 -5.553 -6.836
O 32.541 2.632 21.856
O -47.952 6.701 -3.806
O -48.186 4.011 25.903
O -33.891 -2.227 25.192
O 26.352 7.343 22.947
O 32.519 8.058 22.133
O -44.526 -1.284 -3.167
O 38.417 1.761 -6.085
O -37.532 2.182 -2.987
O 37.454 -4.337 -1.264
O 42.87 2.788 -2.478
O 42.482 -4.192 -5.315
O 39.15 -6.26 -1.467
O 48.179 -3.46 23.126
O 44.623 4.306 23.359
O 46.261 -5.44 -3.78
O 48.759 6.903 -6.175
O -48.078 -7.421 25.879
O 45.252 -4.278 24.539
O 38.099 7.994 22.094
O 43.384 -2.891 22.206
O 28.578 6.762 24.282
O 34.445 3.984 22.98
O 47.244 3.194 -6.299
O 44.77 -4.975 -6.2
O 47.857 -5.368 -1.141
O 44.768 6.828 -5.54
O 48.079 -5.464 25.557
O 45.939 3.462 -1.436
O 46.405 -3.089 -0.625
O 38.478 4.454 -6.093
O -9.434 3.085 -5.623
O 37.811 -5.223 -3.643
O -41.18 4.791 -4.873
O 47.968 8.122 -1.281
O -28.032 1.642 23.347
O 35.392 8.192 -0.427
O -20.504 -1.562 23.167
O -7.997 -2.315 -3.346
O 34.035 1.741 -5.621
O -21.088 -6.416 23.131
O -3.355 -0.822 23.125
O 42.973 5.111 -3.559
O 46.481 -3.18 -6.761
O 20.487 3.603 -5.839
O 39.728 -0.895 22.949
O 40.766 8.265 -0.501
O 36.748 1.677 -1.722
O 34.116 -1.019 -1.597
O 35.555 -2.819 -0.45
O 37.371 5.806 25.44
O 38.323 3.001 -3.886
O 31.179 3.817 -6.125
O 42.526 6.978 -1.735
O 32.18 -7.44 -2.919
O -42.853 -2.272 -5.009
O 46.885 0.925 23.184
O 38.362 5.499 -3.331
O 47.457 -1.288 24.442
O 42.099 -2.588 -2.705
O 46.842 -5.67 22.987
O 38.249 3.349 24.891
O -5.619 -5.29 -0.353
O 44.442 -1.715 -1.685
O 35.017 2.975 -0.604
O -47.513 4.409 23.38
O 33.684 -6.236 -1.127
O 31.489 -3.502 -4.04
O -0.227 7.733 -3.33
O 33.767 4.304 -5.484
O -44.363 6.225 -1.161
O -48.853 -3.031 25.627
O 36.028 -4.871 -5.512
O -44.546 -3.203 -7.006
O 47.509 1.405 -1.609
O 40.654 0.886 -4.967
O 40.883 2.515 -0.399
O 38.934 3.888 -1.406
O 47.17 6.673 -4.148
O 41.657 -1.738 -5.893
O 43.921 5.045 -0.99
O 33.439 -5.209 -3.53
O -15.141 5.464 25.924
O 33.272 8.132 25.623
O 38.228 -0.029 -0.496
O 39.994 -1.608 -1.413
O 42.571 0.584 -1.167
O -15.819 -2.625 -4.156
O 26.787 2.855 -3.083
O 4.886 -3.564 23.255
O 40.047 4.357 22.751
O 24.396 1.612 25.307
O -17.726 -2.904 22.819
O 45.05 -6.55 -1.699
O 40.306 -3.101 25.706
O 34.802 -6.101 25.889
O -17.914 -0.811 24.675
O 2.682 -4.539 25.932
O -31.471 -1.829 26.006
O -42.991 1.944 25.241
O -44.349 1.359 23.153
O -42.337 3.674 23.366
O -35.415 4.851 25.743
O -35.657 4.128 23.212
O 9.766 3.396 -3.223
O -44.855 6.043 23.402
O -46.759 -3.997 -5.83
O -39.641 0.644 22.757
O -40.438 2.282 24.576
O -48.984 8.192 22.344
O -43.5 -2.877 22.165
O -46.406 -3.177 -3.377
O -40.028 -4.898 25.282
O -44.605 -6.95 -5.626
O -16.464 8.187 22.205
O 12.171 2.469 -3.261
O -9.293 7.301 -5.397
O -37.473 -2.91 -2.783
O -30.885 -6.123 25.876
O -38.482 -4.862 -4.287
O 46.562 2.365 -3.829
O -46.667 0.611 -5.401
O -46.245 -0.168 22.293
O -7.641 -4.015 -5.339
O -36.951 -1.02 23.467
O -37.803 -1.277 25.997
O 44.953 2.209 -5.912
O -46.24 -5.828 -3.896
O -34.702 7.389 23.45
O -37.279 -7.603 22.535
O 48.251 -4.481 -5.284
O -23.003 2.865 -4.664
O -30.996 -1.824 23.496
O 22.305 -5.773 -3.665
O -20.232 -0.805 -5.893
O -44.937 -4.964 23.029
O -4.445 4.261 -1.466
O 48.358 5.71 24.433
O 48.808 2.583 22.375
O -18.866 7.927 -3.321
O -33.182 4.933 24.32
O -42.874 -7.08 25.531
O -47.816 -6.656 -1.262
O 46.708 6.916 22.965
O -30.083 0.248 -4.688
O -40.257 -2.554 -6.6
O -30.262 -3.998 24.683
O 16.59 -7.734 25.673
O -25.587 -4.673 -5.401
O 2.628 -8.009 -0.308
O -41.874 -6.831 -1.422
O -33.702 -4.141 23.426
O -34.336 2.594 24.933
O -40.11 -2.976 -3.328
O -8.642 4.504 25.592
O -35.503 -4.196 25.417
O -26.476 -0.243 -4.159
O -43.565 7.995 22.198
O -38.295 -2.833 22.195
O 47.511 8.267 25.065
O 3.771 6.6 22.881
O -38.227 4.658 -3.261
O -37.555 -5.017 24.113
O -33.553 -5.005 -1.142
O 9.639 0.051 24.379
O -26.454 2.427 25.415
O -39.797 -5.003 22.741
O -35.092 -2.98 -0.324
O -41.504 7.486 -4.898
O -28.57 -0.663 -2.761
O 25.111 -2 -3.341
O -30.998 3.929 23.387
O -37.85 2.595 22.31
O -35.701 -7.85 -0.328
O -37.935 7.207 -3.264
O -32.713 5.085 -0.369
O -46.004 8.075 -0.332
O -46.758 7.744 -5.82
O -41.512 -7.485 23.416
O -14.419 7.29 -5.543
O 45.486 0.273 25.354
O -38.987 -7.083 24.383
O -23.066 -1.234 -2.493
O -33.112 -0.315 -3.28
O 20.06 -6.387 -6.362
O -41.548 -1.229 22.743
O -40.48 7.828 -0.242
O -45.175 1.7 -1.296
O -46.77 -1.345 -1.58
O -44.939 -3.1 -1.215
O -14.543 -1.783 -7.004
O -36.474 -1.041 -1.256
O -12.479 -6.103 -5.717
O -28.205 6.308 -1.362
O -26.199 -4.452 -2.839
O 9.38 2.133 22.751
O -44.565 3.974 -2.478
O -39.859 -6.703 -5.576
O 31.872 4.999 -3.767
O -21.571 -1.832 25.632
O -35.429 -5.657 22.207
O -8.798 -1.688 -5.759
O -6.312 -4.596 23.316
O -37.894 -0.334 -3.283
O -35.231 2.527 -0.037
O -46.937 3.739 -1.347
O -19.687 -2.472 -1.154
O -40.731 5.315 22.203
O 48.551 -6.508 -3.369
O -34.459 0.753 23.072
O -48.707 -0.083 -0.46
O -18.952 -3.281 -6.068
O -28.677 -6.346 24.599
O -42.261 -4.313 -6.408
O -29.344 6.272 -3.743
O 11.781 3.994 -6.978
O -0.734 7.077 22.9
O -40.656 2.656 -0.386
O -42.356 4.489 -1.173
O -44.398 -4.271 -4.671
O -12.932 0.28 -6.204
O -36.526 4.133 -1.462
O -9.186 -6.275 -5.273
O -43.859 -5.395 -0.738
O 44.959 6.534 -2.928
O -43.36 -0.171 -0.529
O -23.131 6.258 -1.444
O -38.889 0.846 -1.158
O -8.272 1.835 -3.621
O -46.482 -3.974 24.823
O 7.592 -0.986 -5.623
O -10.511 0.895 -4.928
O -34.009 6.952 -1.484
O -37.809 -5.826 -0.32
O -13.772 0.09 22.427
O -33.702 4.723 -2.851
O -40.007 1.28 -3.469
O -14.238 -4.707 -4.408
O -1.621 1.154 22.996
O -24.684 6.978 25.008
O -3.84 5.51 24.655
O -26.318 3.521 22.967
O -22.804 -6.863 -5.574
O -22.829 7.089 23.165
O -29.569 2.447 -3.287
O -29.025 6.06 22.86
O -30.209 -6.556 -4.513
O -21.902 2.623 22.202
O -25.396 4.656 25.269
O -30.838 -6.122 23.167
O -27.195 -2.521 21.935
O -28.738 -1.918 -5.18
O -23.46 0.687 22.981
O -21.032 -0.278 -1.119
O -31.606 6.206 -2.474
O -21.711 0.795 -3.522
O -12.665 1.904 -1.383
O -25.237 -7.863 -4.939
O -17.22 1.122 -1.158
O 1.245 2.622 -2.979
O -35.722 0.335 25.338
O -22.379 5.267 25.014
O -29.732 -0.002 22.288
O -3.116 6.487 -6.338
O 41.496 -0.895 24.891
O -12.638 5.989 25.94
O 40.657 4.09 -3.336
O -35.748 3.747 -4.025
O 27.944 3.311 -5.464
O -18.454 6.631 22.977
O 22.838 4.368 23.233
O 44.322 -4.121 -2.601
O 40.058 -6.807 22.931
O -15.657 -1.513 23.464
O -13.437 2.645 25.584
O 17.65 -4.262 23.332
O 27.693 -3.89 -6.363
O -6.08 0.532 -3.943
O -18.852 4.792 -3.237
O -32.747 2.559 22.202
O -36.998 7.445 24.778
O -33.627 0.788 -1.027
O -10.166 -6.36 -1.346
O -45.28 0.594 25.512
O -32.537 8.277 22.42
O -46.517 -1.568 -6.91
O -25.234 3.852 -5.692
O -16.995 -3.198 25.212
O -3.183 2.152 -5.869
O -23.797 5.3 -3.903
O -24.153 -5.974 -3.557
O -26.398 -6.435 -1.119
O 3.521 6.832 -3.623
O -21.311 5.878 -3.295
O -12.885 -5.306 22.783
O -12.68 0.45 -3.608
O -20.5 -6.895 -6.907
O 42.303 2.883 -4.995
O -27.269 7.937 22.112
O -21.779 -2.997 21.621
O -41.636 3.996 25.995
O -33.791 -0.884 -5.736
O -18.198 -7.442 -5.629
O -14.33 6.602 -2.99
O 0.073 8.256 25.046
O -4.299 -4.824 25.12
O 11.854 -7.491 25.562
O -15.219 -0.246 -5.065
O -19.222 -4.478 -2.871
O -6.132 4.251 24.629
O 1.517 1.662 -5.316
O -17.88 -6.48 -1.809
O -12.686 4.352 23.793
O -12.478 -1.93 24.437
O -20.278 -7.33 -1.307
O -41.705 -2.806 24.812
O -16.4 5.66 -0.261
O -29.87 8.113 -0.292
O -31.562 7.59 -4.644
O -7.275 2.726 -6.99
O -20.508 2.153 -5.434
O -41.475 2.194 -5.449
O -25.259 1.106 -5.875
O -47.204 -6.226 23.306
O 40.351 -5.596 25.188
O 16.037 7.871 21.81
O 10.563 -4.188 -7.107
O 25.088 -3.173 -5.84
O -24.553 8.17 -0.396
O -29.123 1.992 -0.719
O -32.004 -1.307 -1.044
O -29.97 -2.812 -0.265
O -18.218 7.437 -0.842
O -28.224 -4.522 -1.171
O -5.779 6.432 23.096
O -1.778 -1.144 -2.582
O -9.482 3.698 23.164
O 13.059 -3.018 25.134
O 37.496 0.77 24.796
O -27.631 4.312 -3.15
O -14.358 -3.851 24.359
O -27.154 -3.032 -6.806
O 16.729 -2.854 -3.456
O -19.093 -5.15 22.181
O -12.224 4.949 -2.936
O -17.763 6.288 -5.085
O 9.859 -0.057 -6.262
O -18.989 2.786 -0.263
O -31.023 3.519 -1.35
O -6.327 6.692 -1.27
O 39.961 5.436 25.071
O -10.069 -1.134 23.377
O -18.488 1.257 23.259
O -16.692 -5.033 -3.565
O -12.481 6.691 -1.107
O -0.662 -4.083 -1.272
O -12.095 1.782 23.417
O 11.828 -4.806 -2.63
O -34.676 7.322 26.078
O -22.591 0.548 -6.45
O -24.539 2.729 -0.022
O -20.293 3.663 25.855
O -4.493 -6.56 23.093
O 21.51 0.178 -0.655
O -20.442 4.376 23.341
O 10.027 -6.505 23.88
O -40.026 -0.15 -5.603
O -26.813 6.806 -3.557
O -27.443 0.152 0.062
O -28.416 3.977 24.506
O -23.13 1.162 -1.369
O -6.204 -6.628 25.017
O -1.864 -4.861 -4.359
O -15.915 -5.667 -0.023
O -24.576 5.375 22.237
O -42.923 5.943 -3.283
O 42.96 0.567 -3.832
O -21.775 -5.405 -0.358
O -24.021 -3.339 -3.748
O -4.214 -1.132 -1.527
O -25.191 3.209 -3.188
O -42.652 6.697 24.695
O -0.953 -1.091 24.212
O 2.374 5.579 -5.609
O -7.155 -7.692 -6.024
O 6.694 -1.703 -1.507
O -22.457 -5.984 25.28
O -47.991 -1.635 23.476
O -15.877 -1.156 -0.779
O -12.7 6.918 23.378
O -14.048 4.718 -5.294
O -17.464 5.366 24.963
O 38.319 2.335 22.582
O -18.163 8.073 25.161
O -9.06 -7.673 25.685
O -11.899 -5.526 -3.254
O -3.305 3.744 -3.829
O -7.508 -3.677 -1.203
O -27.939 1.687 -5.255
O -6.193 -1.77 -5.178
O 24.783 -7.046 -3.544
O -13.837 -7.225 -3.727
O -28.068 -6.283 -3.1
O 43.887 -2.601 -6.918
O 0.211 0.284 -3.468
O 17.523 4.762 22.795
O 3.204 0.613 25.97
O -10.22 -2.393 25.613
O 22.937 4.162 -1.689
O 43.778 -6.198 -4.067
O -3.892 -0.849 -4.145
O -42.304 0.089 -4.109
O -48.371 2.39 -5.377
O -2.609 5.539 21.924
O 3.745 -5.753 -3.008
O 36.112 6.645 -3.877
O -15.383 4.86 23.34
O 1.24 -1.696 22.919
O -32.448 -6.835 -2.951
O -31.171 -6.022 -0.898
O -37.676 -5.469 -6.692
O -4.621 2.15 25.34
O -2.643 0.472 25.318
O -16.547 2.804 22.305
O 35.125 -0.252 25.181
O 25.814 -5.686 -6.2
O -13.506 -6.175 25.245
O -27.878 -7.744 -5.236
O -42.128 -4.426 -2.463
O -5.413 8.272 -3.217
O 2.421 -7.096 25.563
O -35.489 -1.375 -3.73
O 24.619 -5.456 24.752
O -5.879 3.079 -3.347
O 42.932 0.774 -6.469
O -16.405 -4.357 -6.029
O -0.772 -3.413 23.016
O -10.244 -3.849 -5.588
O -8.534 -5.116 25.751
O -0.578 6.696 -5.623
O 24.387 -2.864 24.47
O -18.06 -5.633 25.869
O -10.808 -7.97 22.324
O -5.174 -2.521 22.301
O -19.921 6.162 25.137
O 30.943 -0.79 24.557
O 7.181 2.895 -2.913
O 29.428 -3.041 24.841
O 2.499 3.237 26.134
O -0.9 5.798 25.261
O -12.798 -3.812 -7.085
O -23.268 -4.887 22.872
O -2.688 -2.693 -0.27
O 41.664 -4.741 23.007
O -4.92 0.228 -6.299
O -4.78 -6.471 -6.248
O -25.475 -0.972 23.038
O -8.117 0.215 22.357
O -3.983 -7.102 -1.222
O 41.584 6.432 23.101
O -0.101 5.495 -0.346
O -13.922 -7.724 -0.122
O -39.068 7.167 -5.705
O -9.109 -6.283 23.384
O -4.577 4.012 22.665
O -11.402 -1.496 -5.177
O -26.474 6.543 -6.149
O -10.949 -5.895 25.251
O -48.717 5.64 -0.646
O -21.541 -3.334 -2.863
O 19.346 7.509 -5.825
O -27.808 -4.435 23.332
O -8.301 -8.003 -0.46
O 43.385 8.069 22.005
O -17.317 -3.968 -1.219
O -13.726 -2.692 -0.255
O 3.501 2.004 -1.588
O -9.821 -4.032 -2.481
O -33.017 -4.628 25.972
O -0.586 -6.948 -5.402
O -14.231 4.634 -1.221
O 38.295 -0.258 -4.338
O 43.633 7.35 25.563
O -10.961 -3.541 23.166
O -28.188 -5.15 -5.515
O -39.046 6.894 23.217
O -30.535 2.593 -5.652
O -2.473 -5.241 22.165
O 26.533 -4.032 -4.042
O -11.916 -4.461 -0.925
O -30.335 5.706 25.034
O -2.745 2.714 -0.39
O -7.749 5.041 -5.439
O -31.448 -4.044 -5.459
O -31.201 0.945 -1.981
O -45.969 3.204 -5.979
O -40.666 7.876 25.852
O 16.289 5.486 -0.504
O 4.288 6.363 -1.207
O -23.106 7.841 -3.533
O 16.301 -2.736 24.971
O 35.611 -3.624 25.644
O -15.25 -6.199 23.315
O -38.317 -2.276 -5.067
O -8.348 2.929 -0.412
O -10.61 2.939 -3.277
O 15.858 -5.318 24.998
O -33.1 0.26 25.312
O 43.314 -5.415 -0.294
O 13.541 2.155 24.922
O -15.996 3.086 25.148
O -37.376 -7.269 -4.927
O -10.976 0.11 -0.429
O -9.339 -1.772 -1.196
O -6.69 1.317 -1.529
O 24.7 1.279 -3.417
O -43.766 -6.489 -3.158
O 28.617 -6.956 -1.517
O -7.993 5.555 22.134
O 26.985 2.457 25.388
O -1.679 7.451 -1.186
O -9.748 5.389 -3.717
O -40.574 -0.36 24.964
O 12.909 -4.721 -6.289
O 22.54 7.914 -3.224
O -16.382 4.241 -4.066
O -34.262 5.519 -5.366
O 4.506 -6.228 -6.866
O 39.365 -0.625 -6.639
O 21.623 -2.899 21.862
O -45.547 7.932 -3.591
O -14.809 0.74 -2.123
O -16.295 8.128 -3.918
O 30.463 -5.839 -4.031
O 0.582 -5.476 24.653
O 16.522 -5.43 -3.522
O -26.158 -6.488 23.278
O 11.832 6.484 24.744
O -47.203 6.373 25.165
O -23.524 -3.526 -1.167
O 14.15 7.585 25.609
O 16.952 1.939 -2.655
O -45.682 5.562 -4.86
O 16.853 -0.141 25.113
O -26.105 -0.917 -1.643
O -19.452 -2.035 -3.769
O -23.829 2.369 25.646
O 8.174 -3.591 -6.064
O -39.84 -4.177 -1.097
O -16.92 -0.51 -3.093
O -7.546 6.817 -3.539
O 34.93 3.067 25.519
O -14.083 2.794 -3.518
O -35.563 -6.75 24.935
O -18.49 3.84 -5.689
O 3.185 -3.546 -4.322
O 5.388 -0.244 -6.668
O 12.086 6.881 -5.99
O 19.948 -4.056 26.087
O -31.744 3.77 26.053
O -24.269 -0.258 25.244
O -30.747 -2.097 -3.658
O 16.789 1.955 -6.512
O -10.195 4.613 -1.253
O -31.294 5.01 -4.886
O -4.224 -5.65 -3.405
O -4.062 -4.077 -5.525
O -20.967 3.251 -3.09
O 30.091 4.62 25.032
O 27.905 5.053 -3.45
O -44.492 5.044 25.899
O 31.925 1.987 -4.044
O 28.693 6.696 -1.568

Results
total energy: -609918.594 eV
total energy less fixed offsets of O -438.25, Si -107.07 eV per atom: 0.606 eV

Forces (eV/angstrom) on atoms 2031 to 2717 of the 3024, counted in the order above; the others are left out for length: element, x, y, z
Si 0.006 -0.007 0.003
Si -0.009 0.01 0.01
Si 0.007 -0.008 0.005
Si 0.003 -0.002 0.007
Si 0.004 0 0.007
Si -0.001 0.002 0.005
Si 0.008 0.003 0.012
Si 0.007 0.004 0.007
Si 0.001 -0.005 0.003
Si -0.009 -0.004 -0.005
Si 0.002 0 0.008
Si 0.001 0.016 0
Si -0.004 -0.002 0.001
Si 0.004 -0.005 0.009
Si 0.007 -0.002 0.003
Si 0.015 -0.012 -0.004
Si -0.011 0.004 -0.002
Si 0.002 -0.008 -0.004
Si 0.01 -0.006 0.001
Si 0.001 0.005 0.007
Si -0.002 -0.002 -0.006
Si 0.001 0.004 0.002
Si -0.005 0 0.005
Si -0.006 -0.001 0.008
Si -0.001 -0.003 -0.004
Si -0.006 -0.002 0.006
Si 0.003 0.003 0.012
Si 0 -0.003 0.001
Si 0.002 0.007 0.01
Si 0.007 0.003 0.004
Si 0.007 0.015 0.015
Si -0.002 0.01 0
Si -0.006 -0.002 0.008
Si 0 0.006 0.01
Si -0.009 -0.002 0.011
Si 0.013 0.009 0.012
Si 0 0 0.003
Si 0.004 0 0.01
Si -0.003 -0.007 0.012
Si 0.007 -0.001 0.008
Si -0.005 0.004 0.003
Si -0.008 0.003 0.001
Si 0.008 -0.002 0.014
Si -0.002 -0.005 0.01
Si -0.005 -0.003 0.008
Si 0.005 -0.002 0.007
Si -0.002 -0.002 0.01
Si -0.005 0 -0.003
Si -0.008 -0.011 0.006
Si -0.001 -0.009 0.009
Si 0.001 0.007 -0.001
Si -0.002 -0.006 0.009
Si -0.009 -0.012 0.005
Si -0.004 0.01 0.01
Si 0.004 -0.003 0.004
Si -0.003 -0.002 0.007
Si 0.004 0.019 0.008
Si -0.006 0.001 0.01
Si 0.001 -0.008 -0.003
Si 0.015 0.007 -0.008
Si 0.002 -0.002 0.006
Si -0.007 0.006 0.005
Si 0.006 0.003 0.012
Si 0.003 0.001 -0.004
Si 0.001 0.014 -0.007
Si 0.003 -0.004 0.006
Si 0.004 0.01 0.01
Si 0.001 0.007 0.003
Si -0.021 -0.025 0.008
Si 0.003 -0.013 0.003
Si -0.005 -0.001 0.004
Si -0.01 -0.013 0.005
Si 0.005 -0.002 -0.004
Si 0.001 0 0.003
Si 0 -0.001 0.002
Si 0.026 0.005 -0.004
Si 0.001 -0.003 -0.003
Si 0.006 0.002 0.005
Si 0.001 -0.003 0.012
Si 0.009 -0.001 0.002
Si 0.003 0.011 0.004
Si -0.009 -0.001 0.003
Si 0.002 -0.003 0.004
Si -0.001 -0.014 0
Si 0.012 0.011 0.002
Si -0.002 0.013 -0.009
Si -0.002 -0.015 0.003
Si 0.003 0 0.007
Si -0.001 0.003 -0.003
Si -0.003 -0.007 0.01
Si -0.003 0.002 0.002
Si -0.007 -0.002 0.001
Si 0.009 0 0.001
Si 0.01 0.003 0
Si 0.007 0.022 0.008
Si 0.002 -0.007 -0.001
Si -0.006 0 -0.002
Si 0.005 0.011 0.008
Si -0.005 -0.002 -0.001
Si -0.007 -0.006 -0.003
Si -0.01 -0.005 0
Si 0.001 0.001 0.005
Si 0.008 0 0.003
Si 0.011 -0.002 -0.006
Si 0.002 0.01 0.002
Si 0.004 -0.005 -0.007
Si 0.01 -0.007 -0.01
Si -0.002 0.001 -0.001
Si -0.013 -0.006 -0.006
Si 0.002 -0.005 0.006
Si -0.001 0.001 -0.013
Si 0.009 0.005 -0.008
Si -0.009 -0.007 -0.003
Si -0.004 0.001 0.012
Si 0 -0.003 -0.002
Si -0.006 0.001 0
Si 0 -0.008 0.002
Si 0.011 0.001 0.006
Si -0.003 -0.005 0.001
Si -0.013 0.005 0.003
Si 0.003 -0.003 -0.001
Si -0.008 0.007 -0.002
Si -0.006 0.011 -0.002
Si -0.004 -0.011 0.002
Si -0.006 0 -0.004
Si 0.001 0.009 0.003
Si 0.002 -0.009 -0.011
Si -0.002 -0.005 0.006
Si 0.017 0.006 0.002
Si 0.004 0.001 0.004
O 0.042 0.348 -0.078
O -0.211 0.363 -0.444
O 0.181 0.335 -0.243
O 0.346 -0.349 0.229
O -0.425 -0.41 -0.49
O -0.534 0.169 0.279
O 0.467 -0.54 -0.255
O 0.033 0.065 0.297
O -0.259 0.222 0.13
O -0.061 -0.537 -0.058
O 0.573 -0.312 -0.109
O 0.151 -0.119 0.512
O 0.021 0.224 0.135
O -0.316 0.294 -0.243
O -0.051 0.31 -0.213
O -0.137 -0.08 -0.237
O 0.301 -0.29 -0.491
O 0.417 0.096 -0.073
O -0.031 0.094 0.693
O 0.652 0.125 0.031
O -0.262 -0.233 0.325
O -0.372 -0.243 0.52
O -0.039 -0.006 -0.492
O -0.077 -0.039 0.477
O -0.032 0.069 0.069
O -0.118 0.48 -0.368
O -0.349 -0.242 0.167
O 0.501 -0.206 -0.257
O -0.637 -0.309 -0.006
O -0.157 0.04 0.56
O -0.292 -0.334 0.2
O 0.235 0.51 -0.137
O -0.2 -0.261 0.459
O -0.47 -0.375 0.088
O -0.066 0.038 -0.226
O 0.007 0.219 -0.313
O -0.212 0.12 0.316
O 0.104 -0.19 -0.053
O -0.134 -0.026 0.277
O -0.103 0.228 0.286
O 0.059 -0.021 0.5
O 0.028 0.189 0.337
O -0.115 -0.245 0.065
O -0.06 -0.733 -0.069
O -0.029 0.413 0.279
O 0.081 0.023 0.026
O 0.295 -0.237 0.053
O 0.27 -0.099 -0.539
O -0.371 -0.406 -0.147
O -0.006 -0.468 -0.346
O -0.444 0.374 0.396
O -0.526 0.133 -0.532
O 0.311 0.027 0.287
O 0.18 -0.255 0.006
O -0.083 0.157 0.062
O 0.136 -0.056 0.066
O -0.273 -0.148 0.204
O -0.06 0.63 -0.004
O -0.111 0.162 0.178
O 0.852 -0.131 -0.408
O -0.383 -0.03 -0.06
O -0.17 0.073 -0.143
O -0.299 -0.155 -0.33
O 0.116 -0.45 -0.176
O 0.063 -0.074 -0.01
O 0.274 -0.593 -0.081
O 0.324 -0.167 0.469
O -0.092 -0.561 0.085
O 0.144 0.136 -0.131
O 0.231 0.517 -0.068
O -0.266 -0.343 0.309
O -0.645 0.073 -0.189
O -0.176 -0.162 -0.291
O -0.095 0.03 -0.416
O 0.498 0.216 -0.371
O 0.257 -0.106 0.564
O -0.079 -0.032 -0.321
O 0.319 -0.562 -0.075
O -0.259 -0.173 -0.094
O -0.003 -0.036 0.144
O -0.534 -0.424 0.389
O 0.217 0.462 0.073
O -0.046 0.154 0.337
O 0.096 0.338 0.456
O 0.275 0.44 0.335
O -0.086 -0.081 -0.564
O 0.158 -0.214 0.619
O -0.126 -0.111 0.163
O 0.117 -0.461 0.236
O -0.462 0.505 0.084
O 0.216 0.05 -0.503
O 0.011 -0.764 0.3
O -0.372 -0.23 -0.007
O 0.001 -0.632 0.219
O -0.141 0.409 0.208
O 0.171 0.261 -0.294
O -0.413 -0.008 0.262
O 0.12 -0.4 0.243
O 0.207 0.299 -0.354
O 0.339 -0.23 0.005
O -0.072 0.236 0.018
O 0.143 0.013 0.11
O 0.427 0.581 -0.05
O -0.31 0.193 -0.422
O -0.218 -0.537 0.009
O -0.055 0.189 -0.09
O -0.045 -0.035 0.188
O -0.343 -0.464 0.221
O -0.184 -0.019 -0.267
O -0.088 -0.423 0.167
O 0.056 -0.437 -0.293
O 0.284 -0.216 -0.165
O -0.202 0.095 0.123
O -0.683 -0.076 -0.264
O -0.098 0.045 0.453
O 0.077 0.623 0.148
O -0.224 -0.394 0.152
O 0.172 0.068 -0.036
O -0.283 0.228 -0.284
O -0.414 0.06 -0.525
O -0.107 0.078 -0.099
O 0.138 0.378 0.223
O -0.206 -0.023 0.267
O -0.579 0.202 -0.251
O 0.53 -0.408 -0.163
O -0.421 -0.098 -0.305
O 0.134 -0.484 0.167
O -0.14 -0.351 0.012
O -0.137 0 0.493
O 0.175 0.255 -0.447
O -0.222 -0.423 0.023
O -0.189 -0.377 0.462
O 0.146 -0.056 -0.289
O -0.228 0.4 0.015
O -0.55 0.343 0.09
O -0.508 0.317 -0.222
O 0.507 0.042 0.124
O 0.228 0.337 0.109
O -0.61 -0.293 -0.507
O -0.143 0.043 0.199
O 0.101 0.116 -0.356
O 0.565 0.046 0.037
O -0.143 0.203 0.075
O -0.019 -0.002 0.573
O -0.114 0.405 0.053
O 0.557 0.212 -0.012
O 0.266 -0.262 -0.041
O -0.019 -0.324 0.054
O 0.442 0.305 0.556
O 0.01 0.245 0.253
O -0.118 0.292 -0.204
O 0.493 -0.139 -0.593
O 0.136 -0.582 0.201
O -0.428 0.308 0
O 0.06 0.376 -0.468
O 0.375 -0.512 0.345
O -0.092 -0.133 0.478
O 0.342 0.347 0.106
O 0.101 -0.242 0.557
O 0.235 -0.404 0.31
O 0.329 0.247 0.327
O 0.231 -0.175 0.467
O -0.082 -0.127 0.176
O -0.245 -0.482 -0.164
O -0.117 0.32 0.026
O -0.188 -0.523 0.061
O -0.263 0.278 0.341
O -0.588 -0.101 -0.294
O -0.118 -0.433 -0.402
O -0.222 0.749 -0.201
O 0.753 0.266 0.281
O -0.114 -0.102 0.24
O 0.116 0.188 0.124
O 0.233 0.245 -0.107
O -0.326 -0.431 0.254
O -0.21 0.108 0.524
O -0.038 0.056 0.23
O 0.178 0.145 -0.023
O 0.184 -0.492 -0.165
O 0.086 -0.038 -0.306
O 0.413 -0.284 -0.129
O -0.017 0.315 -0.078
O 0.065 0.361 0.095
O -0.117 0.047 -0.377
O 0.095 0.024 0.065
O 0.17 0.053 0.402
O -0.045 0.122 -0.297
O -0.007 -0.299 0.289
O 0.314 0.253 -0.232
O 0.277 -0.508 0.111
O -0.012 -0.34 -0.083
O -0.194 -0.082 -0.151
O -0.2 -0.114 -0.264
O 0.314 0.547 -0.002
O 0.087 -0.282 0.201
O 0.306 -0.326 -0.059
O 0.203 -0.235 -0.061
O 0.186 0.423 -0.234
O 0.515 0.253 -0.366
O -0.098 0.14 -0.127
O 0.138 0.68 0.266
O -0.051 0.026 -0.125
O -0.211 -0.34 -0.134
O -0.25 0.392 -0.056
O -0.071 -0.065 -0.268
O -0.167 -0.407 0.1
O -0.468 0.345 -0.404
O 0.056 0.044 -0.567
O 0.404 -0.113 -0.015
O -0.05 0.118 -0.083
O -0.681 -0.011 0.023
O 0.153 -0.066 -0.456
O -0.428 -0.269 -0.351
O -0.188 -0.095 -0.081
O 0.167 0.51 -0.042
O 0.235 -0.36 -0.082
O 0.025 0.116 0.424
O 0.556 0.199 0.024
O 0.259 -0.336 0.494
O 0.031 0.295 -0.076
O 0.358 0.255 -0.303
O -0.295 -0.003 -0.641
O -0.368 0.247 0.003
O -0.155 0.551 -0.072
O -0.459 -0.189 -0.544
O -0.349 -0.036 0.419
O 0.422 -0.065 -0.14
O -0.041 0.496 -0.35
O -0.055 -0.584 -0.021
O 0.414 -0.016 -0.424
O 0.19 -0.258 -0.172
O -0.658 0.248 0.285
O 0.321 -0.011 0.084
O -0.659 -0.437 0.262
O -0.053 0.682 0.37
O -0.597 0.496 -0.118
O 0.055 -0.267 -0.206
O -0.014 -0.321 0.057
O 0.038 -0.185 0.111
O -0.2 0.079 -0.492
O 0.2 -0.108 0.412
O -0.126 -0.021 -0.225
O -0.169 -0.205 0.455
O -0.381 -0.331 -0.12
O 0.083 0.42 -0.286
O 0.482 -0.044 0.138
O -0.178 0.35 -0.298
O -0.104 0.127 -0.607
O 0.076 0.06 -0.636
O 0.666 -0.216 0.034
O 0.193 0.211 -0.261
O 0.337 0.532 0.526
O 0.208 0.198 0.501
O -0.07 -0.42 0.291
O -0.473 -0.145 -0.015
O -0.061 0.054 0.191
O -0.116 0 0.022
O 0.039 -0.441 -0.049
O 0.445 -0.461 0.238
O 0.262 -0.114 0.339
O 0.365 -0.081 0.222
O 0.118 0.175 0.34
O 0.018 -0.069 0.474
O 0.192 -0.11 0.187
O -0.044 -0.295 -0.139
O -0.009 0.113 0.065
O -0.014 0.191 0.325
O 0.465 0.448 -0.128
O 0.073 -0.173 0.14
O -0.376 -0.094 0.49
O 0.252 -0.292 0.341
O 0.382 -0.341 -0.108
O -0.143 0.191 -0.421
O -0.084 -0.093 0.551
O -0.012 -0.004 -0.374
O -0.414 -0.221 -0.493
O -0.469 0.106 0.086
O -0.378 0.205 0.339
O 0.07 -0.356 0.406
O -0.614 -0.339 -0.171
O 0.385 0.302 -0.31
O -0.006 -0.622 0.061
O -0.554 0.355 -0.117
O 0.15 -0.223 0.564
O -0.422 -0.15 0.218
O 0.124 0.476 0.413
O -0.477 0.025 -0.056
O -0.493 -0.238 -0.164
O 0.038 0.098 -0.279
O 0.2 0.332 0.242
O 0.274 -0.365 -0.479
O -0.059 -0.009 0.263
O 0.036 0.408 0.753
O 0.332 -0.359 -0.115
O -0.482 0.2 -0.177
O 0.122 -0.012 0.091
O -0.205 0.047 0.32
O 0.295 0.371 0.29
O -0.481 -0.177 -0.672
O 0.455 -0.145 0.038
O 0.141 -0.061 -0.435
O 0.18 0.296 0.335
O -0.469 -0.081 0.127
O 0.086 -0.096 -0.464
O 0.441 0.152 -0.226
O 0.493 0.497 0.275
O -0.052 0.542 -0.312
O -0.669 0.082 -0.337
O 0.345 0.12 -0.264
O -0.332 0.396 -0.205
O 0.038 -0.114 0.312
O 0.24 -0.114 0.085
O 0.271 0.187 0.652
O 0.121 0.053 0.218
O 0.001 -0.094 -0.445
O 0.809 -0.138 0.177
O 0.081 0.032 -0.192
O 0.082 0.401 0.048
O 0.221 -0.018 -0.482
O 0.393 0.211 -0.206
O -0.219 0.09 -0.575
O 0.51 0.59 0.264
O -0.187 0.31 -0.402
O -0.055 -0.547 -0.053
O 0.634 -0.082 -0.228
O 0.012 -0.023 -0.355
O 0.144 -0.425 0.573
O -0.105 -0.117 -0.533
O 0.633 0.36 0.433
O 0.378 0.237 0.183
O -0.329 -0.439 -0.531
O 0.078 -0.532 0.3
O -0.061 -0.073 -0.07
O 0.271 0.218 -0.537
O 0.1 0.685 0.278
O 0.099 0.116 0.128
O -0.176 -0.139 0.206
O -0.196 -0.103 -0.217
O 0.144 -0.231 -0.563
O -0.168 0.623 0.064
O 0.235 0.14 -0.621
O 0.202 0.087 0.177
O -0.389 -0.299 0.252
O -0.236 -0.287 0.484
O 0.11 0.484 -0.74
O -0.019 -0.234 0.233
O 0.293 0.068 0.239
O -0.413 0.056 0.336
O 0.237 0.495 -0.352
O -0.156 0.061 0.337
O -0.242 0.108 -0.22
O 0.265 -0.428 0.303
O -0.141 -0.059 -0.252
O -0.213 0.192 -0.553
O 0.077 0.379 -0.004
O -0.001 -0.222 0.369
O 0.24 0.411 0.187
O -0.573 0.308 0.114
O -0.035 0.415 -0.424
O 0.554 -0.649 0.274
O 0.358 0.233 0.337
O -0.181 0.248 -0.391
O 0.472 0.298 0.022
O -0.234 -0.397 -0.019
O 0.344 -0.121 -0.541
O 0.264 -0.231 -0.358
O 0.053 0.051 0.253
O 0.122 0.036 -0.124
O -0.771 0.219 0.046
O 0.087 0.223 0.243
O -0.128 0.353 0.182
O -0.587 0.176 0.12
O 0.198 -0.114 0.178
O -0.225 0.261 0.112
O -0.27 -0.001 -0.515
O 0.173 0.077 -0.188
O -0.301 0.243 -0.367
O -0.215 -0.696 -0.092
O 0.467 0.298 0.241
O -0.407 0.328 0.271
O -0.105 -0.048 0.539
O 0.364 -0.073 -0.248
O 0.026 0.024 0.321
O 0.495 0.111 0.095
O 0.13 -0.228 -0.239
O -0.151 0.005 -0.409
O 0.346 0.042 -0.146
O 0.308 -0.16 0.265
O 0.443 0.326 0.16
O 0.326 -0.012 0.332
O -0.308 0.165 0.341
O -0.061 0.386 0.152
O -0.623 0.219 0.24
O -0.497 -0.162 0.085
O -0.065 0.448 -0.077
O -0.317 0.149 -0.256
O -0.205 -0.166 -0.029
O -0.588 -0.114 -0.043
O -0.142 -0.557 -0.199
O 0.264 0.051 0.149
O 0.131 -0.223 0.512
O -0.276 -0.12 0.542
O -0.549 0.141 -0.138
O -0.265 -0.342 0.518
O 0.192 -0.134 -0.215
O 0.142 -0.302 0.085
O 0.144 -0.152 0.466
O -0.672 -0.098 0.127
O -0.066 -0.301 0.418
O 0.356 -0.304 0.184
O 0.045 -0.258 0.47
O 0.094 -0.154 -0.059
O -0.458 -0.327 0.398
O 0.012 -0.081 0.19
O 0.526 -0.324 -0.044
O 0.557 0.151 0.169
O 0.143 -0.381 -0.02
O 0.047 -0.117 0.221
O -0.395 -0.133 0.375
O -0.275 0.036 0.231
O -0.419 -0.44 0.079
O 0.301 0.12 0.431
O -0.035 -0.282 -0.259
O -0.108 -0.1 -0.09
O -0.09 -0.051 -0.679
O 0.149 0.436 -0.095
O 0.097 -0.49 -0.04
O 0.123 0.346 -0.151
O -0.089 -0.241 -0.338
O 0.109 0.043 0.322
O -0.448 -0.549 -0.233
O -0.005 0.505 -0.344
O 0.206 0.513 -0.044
O 0.272 0.314 -0.631
O -0.591 -0.12 -0.042
O -0.319 -0.062 -0.461
O 0.044 -0.019 0.262
O -0.165 0.009 -0.155
O 0.146 0.003 -0.037
O 0.378 -0.204 -0.208
O -0.013 0.084 -0.291
O 0.098 -0.148 -0.387
O 0.546 0.01 0.063
O 0.407 0.129 0.622
O 0.051 0.292 -0.302
O 0.128 0.562 -0.047
O -0.07 0.469 0.24
O 0.382 -0.519 -0.133
O -0.177 0.071 -0.037
O 0.169 0.139 0.141
O 0.022 0.158 -0.32
O -0.091 0.248 0.515
O -0.291 -0.185 -0.278
O -0.138 0.641 -0.281
O -0.365 -0.018 -0.091
O -0.189 -0.097 -0.137
O -0.487 -0.372 0.229
O -0.223 0.024 -0.098
O -0.076 -0.066 -0.405
O -0.652 0.134 0.023
O -0.322 -0.055 0.347
O 0.704 0.493 0.26
O 0.676 -0.335 0.098
O -0.281 0.042 0.216
O 0.141 -0.076 -0.456
O 0.389 0.35 0.349
O -0.206 0.07 0.274
O 0.103 -0.027 -0.642
O 0.409 0.326 -0.131
O 0.496 0.22 0.135
O 0.357 0.216 -0.339
O 0.156 -0.261 0.18
O -0.756 -0.202 0.645
O -0.374 -0.182 -0.211
O 0.088 0.232 -0.282
O 0.064 0.063 0.248
O 0.673 0.332 -0.08
O 0.089 -0.085 -0.502
O 0.173 0.07 -0.243
O -0.184 0.051 -0.206
O -0.15 0.408 0.154
O -0.357 -0.182 -0.078
O 0.132 0.435 -0.082
O 0.332 -0.571 -0.095
O 0.167 -0.135 -0.119
O -0.265 0.675 -0.078
O -0.293 0.722 0.046
O -0.119 0.201 -0.637
O -0.303 0.408 0.216
O -0.059 -0.136 -0.12
O -0.485 -0.363 0.187
O 0.111 0.014 0.217
O 0.144 0.55 -0.085
O -0.42 -0.178 0.19
O -0.132 -0.15 -0.526
O 0.068 -0.047 -0.043
O -0.278 -0.095 -0.394
O 0.122 -0.093 0.168
O -0.201 0.229 0.119
O 0.333 -0.241 -0.222
O -0.132 -0.454 0.014
O 0.37 -0.032 -0.336
O -0.515 -0.288 -0.102
O -0.131 -0.782 -0.084
O 0.239 -0.658 0.321
O 0.032 0.167 -0.299
O 0.152 0.537 0.149
O 0.124 0.062 0.122
O 0.182 -0.259 -0.171
O 0.051 -0.007 -0.425
O 0.252 -0.111 0.278
O -0.137 0.519 -0.234
O -0.063 0.403 -0.201
O -0.542 0.011 0.555
O -0.331 -0.457 0.158
O 0.272 0.46 0.038
O 0.166 -0.022 -0.572
O -0.178 -0.343 -0.173
O -0.006 -0.43 0.022
O 0.144 -0.18 0.394
O -0.167 0.215 -0.023
O 0.146 0.159 -0.161
O 0.352 -0.126 -0.17
O -0.3 0.379 -0.5
O 0.15 0.061 -0.393
O -0.102 -0.056 0.689
O 0.37 -0.204 -0.061
O -0.135 0.37 0.125
O 0.079 0.356 -0.205
O -0.272 0.474 0.539
O -0.008 0.356 0.16
O 0.688 -0.29 0.265
O 0.275 -0.05 0.155
O 0.195 0.261 0.457
O 0.11 0.236 0.123
O 0.183 0.543 -0.117
O -0.295 -0.082 -0.114
O 0.044 0.217 -0.069
O -0.154 0.016 -0.055
O 0.09 -0.041 -0.462
O 0.133 0.297 -0.003
O -0.005 0.144 -0.016
O 0.224 -0.28 0.183
O 0.174 0.274 0.411
O -0.152 0.536 0.23
O 0.503 0.031 0.184
O -0.056 -0.192 -0.272
O 0.483 0.51 -0.221
O -0.043 0.099 -0.155
O -0.1 -0.003 -0.561
O -0.448 0.393 0.173
O -0.194 0.079 0.259
O -0.207 -0.536 0.48
O -0.397 0.041 0.02
O -0.272 -0.127 0.399
O 0.699 -0.248 -0.257
O 0.556 0.088 0.382
